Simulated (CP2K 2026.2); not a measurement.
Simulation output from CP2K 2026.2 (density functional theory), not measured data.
Periodic cell of 2016 atoms, Si1440O576, from a study of silicon, its oxide and their interface. The atomic structure is a simulated model.
Doubt: the forces sum to 4.62 eV/angstrom along one axis rather than to zero, so they err by at least 0.0023 eV/angstrom per atom on average; the grid cutoff is modest.

Settings
functional: PBE
method: Gaussian and plane waves
basis set: DZVP-MOLOPT-SR-GTH
pseudopotentials: GTH-PBE
grid cutoff: 300 Ry, relative cutoff 40 Ry
k points: Gamma only
occupations: fixed
spin: none
net charge: 0

Cell vectors (angstrom)
a	65.28	0	0
b	0	16.32	0
c	0.252	3.0469	33.5745

Atoms and the computed forces on them: element, x, y, z (angstrom), force x, y, z (eV/angstrom)
Si	1.082	-1.17	0.018	0.213	-0.134	0.733
Si	3.92	1.577	0.415	-0.053	-0.056	0.673
Si	1.698	3.685	0.034	-0.331	0.255	0.741
Si	3.719	6.893	-0.021	0.276	-0.058	0.747
Si	1.709	-7.015	0.083	-0.25	0.014	0.772
Si	4.183	-4.238	0.007	-0.143	0.263	0.765
Si	7.07	-1.549	-0.205	-0.266	0.176	0.77
Si	9.18	1.721	-0.277	0.251	-0.222	0.72
Si	6.982	3.952	0.062	-0.119	0.04	0.694
Si	9.722	6.653	-0.009	-0.124	0.068	0.696
Si	6.401	9.834	-0.227	0.258	-0.355	0.781
Si	9.174	12.44	-0.08	0.169	-0.053	0.78
Si	12.506	-1.674	-0.156	-0.23	0.288	0.684
Si	15.064	1.292	-0.099	-0.21	0.174	0.732
Si	11.874	4.416	0.097	-0.006	-0.089	0.844
Si	14.584	6.901	-0.095	0.26	-0.041	0.705
Si	12.464	9.237	-0.085	-0.054	0.193	0.735
Si	14.861	12.492	-0.157	0.138	-0.301	0.648
Si	17.34	-0.886	-0.049	0.168	-0.248	0.831
Si	20.04	1.682	-0.116	0.309	-0.193	0.791
Si	17.926	3.957	0.142	-0.145	0.03	0.801
Si	20.181	7.146	-0.208	0.152	-0.214	0.705
Si	17.805	9.251	-0.117	-0.146	0.121	0.69
Si	20.378	12.125	-0.239	0.11	0.156	0.737
Si	23.311	-1.399	-0.107	0.13	-0.263	0.621
Si	25.742	1.654	0.109	0.087	-0.19	0.722
Si	23.497	3.898	-0.025	-0.317	0.093	0.676
Si	25.704	6.832	0.116	0.301	-0.07	0.713
Si	23.626	9.191	-0.036	-0.315	0.221	0.788
Si	26.251	11.936	0.189	-0.211	0.195	0.817
Si	28.923	-1.516	0.241	-0.23	0.122	0.72
Si	31.152	1.63	0.223	0.173	-0.079	0.766
Si	28.921	3.838	0.169	-0.097	0.193	0.772
Si	31.834	6.615	0.316	-0.242	-0.053	0.66
Si	28.506	9.748	0.261	0.112	-0.263	0.747
Si	31.029	12.457	0.287	0.292	-0.155	0.801
Si	34.333	-1.777	0.147	-0.177	0.246	0.719
Si	37.09	1.205	0.348	-0.256	0.027	0.757
Si	34.081	4.489	0.408	0.064	-0.207	0.654
Si	36.222	7.268	0.341	0.333	-0.1	0.718
Si	34.12	9.385	0.804	0.126	0.061	0.636
Si	36.58	12.326	0.282	0.121	-0.121	0.747
Si	39.109	-1.198	0.254	0.239	-0.125	0.76
Si	42.347	1.012	0.05	-0.286	0.296	0.692
Si	39.176	4.199	0.377	0.291	-0.079	0.611
Si	-23.332	7.123	0.254	0.016	-0.193	0.779
Si	39.656	9.297	0.162	-0.205	0.149	0.749
Si	-23.099	12.062	0.182	-0.048	0.214	0.762
Si	-20.632	-1.167	0.209	0.143	-0.249	0.8
Si	-18.115	1.763	0.488	-0.044	-0.139	0.72
Si	-20.37	3.839	0.308	-0.1	0.202	0.737
Si	-17.752	6.702	0.534	0.008	0.017	0.508
Si	-19.836	8.97	0.129	-0.208	0.178	0.825
Si	-17.502	-4.305	0.282	-0.112	0.103	0.831
Si	-14.408	-1.889	-0.056	-0.162	0.115	0.848
Si	-12.008	1.151	-0.141	-0.153	0.079	0.751
Si	-15.692	4.433	0.235	0.161	0.025	0.673
Si	-12.612	6.652	-0.116	0.163	0.293	0.705
Si	-15.37	-6.574	0.081	0.317	-0.301	0.735
Si	-12.238	-4.157	0.284	-0.013	-0.074	0.46
Si	-9.972	-1.308	-0.18	0.34	-0.054	0.654
Si	-7.07	1.501	0.008	0.168	-0.226	0.763
Si	-9.196	3.841	-0.061	-0.317	0.195	0.829
Si	-6.455	6.46	-0.152	-0.292	0.388	0.715
Si	-9.956	-6.278	-0.117	-0.055	-0.098	0.631
Si	-6.513	-4.181	0.092	-0.349	0.249	0.716
Si	-3.822	-1.786	0.15	-0.102	0.274	0.771
Si	-1.133	1.002	0.119	-0.023	0.144	0.817
Si	-4.286	4.166	0.119	0.297	-0.178	0.762
Si	-1.369	6.935	-0.017	-0.083	-0.022	0.677
Si	-4.277	-6.379	0.182	0.224	-0.398	0.748
Si	-1.593	-3.851	0.443	-0.015	0.006	0.719
Si	2.648	-0.059	1.421	-0.057	-0.048	-0.049
Si	5.459	2.873	1.51	0.063	0.007	-0.032
Si	2.641	5.388	1.378	-0.06	0.004	-0.017
Si	5.406	8.127	1.117	-0.014	0.03	-0.044
Si	2.757	-5.435	1.42	0.01	0.025	-0.009
Si	5.445	-2.652	1.18	0.024	0.01	-0.032
Si	8.19	0.044	1.107	0	0.03	-0.046
Si	10.733	2.748	1.227	-0.047	-0.041	-0.054
Si	8.19	5.474	1.33	0.001	0.006	-0.047
Si	10.884	8.191	1.303	0.036	0.011	-0.057
Si	8.021	10.873	1.195	-0.014	0.002	-0.047
Si	10.88	-2.775	1.158	-0.019	-0.001	-0.021
Si	13.517	0.035	1.152	0.033	-0.025	-0.046
Si	16.275	2.766	1.3	0.045	-0.021	-0.049
Si	13.501	5.47	1.38	0.007	0.024	-0.048
Si	16.271	8.047	1.173	-0.023	-0.011	-0.013
Si	13.673	10.862	1.125	0.004	0.017	-0.018
Si	16.365	-2.656	1.186	0.018	0.05	-0.005
Si	19.011	0.085	1.278	0.02	0.021	-0.003
Si	21.779	2.738	1.137	0.002	-0.027	-0.04
Si	19.18	5.524	1.282	0.032	0.042	-0.032
Si	21.827	8.177	1.163	0.045	0.006	-0.025
Si	19.035	10.823	1.182	-0.007	-0.01	-0.035
Si	21.858	-2.847	1.127	-0.046	-0.027	-0.016
Si	24.595	-0.027	1.315	-0.007	0.016	-0.048
Si	27.302	2.736	1.478	0.03	0.016	-0.033
Si	24.515	5.386	1.471	0.001	-0.003	-0.038
Si	27.306	8.061	1.385	-0.011	0	-0.082
Si	24.619	10.778	1.4	-0.008	-0.02	-0.028
Si	27.289	-2.701	1.458	0.043	-0.036	-0.034
Si	30.033	0.052	1.565	0.014	-0.007	-0.063
Si	32.804	2.773	1.465	-0.008	0.024	-0.09
Si	30.093	5.448	1.434	-0.006	0.014	-0.066
Si	32.704	8.032	1.958	-0.069	-0.026	-0.03
Si	29.981	10.876	1.648	0.03	0.006	-0.045
Si	32.713	-2.772	1.527	-0.038	-0.002	-0.032
Si	35.374	-0.022	1.427	0.014	-0.044	-0.08
Si	38.203	2.636	1.786	-0.06	0.049	-0.01
Si	35.394	5.644	1.889	0.059	-0.016	-0.013
Si	38.045	8.216	1.498	-0.029	-0.046	-0.043
Si	35.448	10.943	1.799	0.034	0.032	-0.04
Si	38.054	-2.764	1.613	-0.022	0.006	-0.051
Si	40.801	-0.092	1.468	-0.001	0.026	-0.045
Si	-21.933	2.638	1.506	-0.013	-0.056	-0.066
Si	-24.528	5.504	1.519	0.04	0.015	-0.055
Si	-21.68	8.197	1.493	-0.004	0.087	-0.019
Si	-24.548	10.876	1.549	0.042	-0.079	-0.06
Si	-21.779	-2.787	1.473	-0.017	0.019	-0.054
Si	-19.118	-0.02	1.56	-0.014	0.001	-0.028
Si	-16.569	2.896	1.77	0.044	-0.037	0.001
Si	-19.217	5.364	1.707	-0.017	-0.031	-0.073
Si	-16.323	-8.143	1.586	-0.006	0.08	-0.047
Si	-19.01	-5.579	1.521	-0.043	0	-0.063
Si	-16.198	-2.716	1.363	-0.012	0.015	-0.06
Si	-13.6	-0.017	1.211	-0.023	0.045	-0.049
Si	-10.892	2.731	1.197	0.026	0.045	-0.029
Si	-13.818	5.363	1.384	-0.04	-0.063	-0.05
Si	-11.109	-8.085	1.052	0.046	-0.079	-0.09
Si	-13.711	-5.532	1.426	-0.08	0	-0.025
Si	-10.924	-2.682	1.475	0.003	0.005	-0.027
Si	-8.276	-0.143	1.165	-0.033	0.013	-0.045
Si	-5.504	2.635	1.37	-0.017	0	-0.046
Si	-8.138	5.48	1.221	0.038	0.012	-0.005
Si	-5.428	8.153	1.179	-0.031	0	-0.012
Si	-8.297	-5.277	1.234	0.119	-0.04	-0.011
Si	-5.408	-2.756	1.56	-0.019	-0.006	-0.052
Si	-2.747	-0.089	1.38	0.006	-0.027	-0.081
Si	0.017	2.654	1.326	-0.034	0.029	-0.065
Si	-2.673	5.432	1.285	0.021	0.013	-0.078
Si	-0.052	8.305	1.337	0.075	-0.034	-0.038
Si	-2.82	-5.356	1.675	-0.006	-0.035	-0.047
Si	0.014	-2.629	1.523	0.036	0.034	-0.029
Si	1.327	1.342	2.769	0.008	0.011	0.019
Si	4.072	4.193	2.807	-0.037	0.035	0.022
Si	1.252	6.797	2.663	0.01	0.028	0.011
Si	4.138	9.471	2.658	0.027	-0.024	0.031
Si	1.368	-4.087	2.742	-0.008	0.01	0.001
Si	4.089	-1.403	2.653	0.013	-0.01	-0.002
Si	6.828	1.327	2.622	0.041	-0.001	0.018
Si	9.481	4.078	2.699	0.039	0.008	0.035
Si	6.773	6.85	2.576	-0.04	0.003	0.007
Si	9.456	9.556	2.554	0.019	0.021	-0.004
Si	6.746	12.264	2.599	-0.033	0.002	0.007
Si	9.562	-1.322	2.507	-0.023	0.003	0.001
Si	12.168	1.379	2.533	-0.003	0.031	-0.021
Si	14.922	4.099	2.65	-0.01	0.014	0.018
Si	12.201	6.854	2.728	-0.023	-0.017	0.033
Si	15.007	9.515	2.546	0.001	-0.002	-0.013
Si	12.239	12.17	2.52	0.011	-0.01	0.003
Si	14.925	-1.339	2.546	-0.005	0.002	0.047
Si	17.649	1.398	2.679	0.005	-0.007	0.031
Si	20.507	4.107	2.617	0.005	-0.027	0.004
Si	17.676	6.772	2.598	-0.013	-0.002	0.018
Si	20.447	9.512	2.572	-0.002	-0.017	0.028
Si	17.726	12.26	2.529	-0.038	0.008	-0.008
Si	20.461	-1.393	2.492	0.023	-0.012	-0.025
Si	23.116	1.341	2.577	0.014	0.043	0.06
Si	25.917	4.076	2.821	-0.003	0.005	0.024
Si	23.086	6.792	2.679	-0.029	0.029	0.008
Si	25.942	9.421	2.794	0.011	0.029	0.033
Si	23.149	12.161	2.633	-0.008	0.005	-0.015
Si	25.882	-1.365	2.761	-0.006	-0.013	0.006
Si	28.583	1.34	2.879	0.012	0.018	0.025
Si	31.387	4.075	2.873	0.017	0.028	0.03
Si	28.663	6.764	2.793	0.007	-0.031	0
Si	31.279	9.51	3.034	-0.003	0.01	0.048
Si	28.588	12.263	2.919	-0.017	-0.011	0.072
Si	31.392	-1.342	2.887	0.007	-0.026	0.027
Si	34.062	1.345	2.85	0.014	-0.006	-0.056
Si	36.774	4.091	3.013	-0.005	0.009	0.019
Si	34.032	6.779	3.338	0.023	0.039	0.068
Si	36.816	9.536	3.035	0.014	-0.04	0
Si	33.991	12.264	3.031	-0.015	0.022	0.027
Si	36.688	-1.354	2.916	-0.033	-0.001	0.04
Si	39.566	1.252	3.008	0.026	-0.04	0.041
Si	-23.208	4.076	2.87	-0.003	0.015	-0.019
Si	-25.902	6.826	2.9	0.021	0.048	0.054
Si	-23.07	9.567	2.858	-0.026	-0.02	0.057
Si	-25.851	12.224	2.951	0.006	0.012	-0.021
Si	-23.14	-1.438	2.868	0.003	-0.012	0.018
Si	-20.52	1.327	2.912	0.018	0.028	0.042
Si	-17.859	4.15	3.161	-0.039	0.049	0.077
Si	-20.522	6.802	2.972	0.006	-0.008	0.039
Si	-17.679	-6.821	2.969	0.023	-0.001	0.052
Si	-20.397	-4.148	2.81	0.025	-0.001	0.022
Si	-17.612	-1.365	2.753	-0.022	-0.062	-0.009
Si	-15.009	1.351	2.663	0.003	-0.029	-0.009
Si	-12.318	4.022	2.609	0.041	-0.013	0
Si	-14.965	6.792	2.864	-0.005	0.012	0.027
Si	-12.298	-6.866	2.706	0.016	-0.003	-0.02
Si	-14.979	-4.095	2.815	0.003	-0.02	0.038
Si	-12.301	-1.279	2.753	-0.026	0.033	0
Si	-9.56	1.327	2.589	-0.014	-0.028	0.019
Si	-6.835	4.1	2.667	-0.016	0.025	0.025
Si	-9.637	6.869	2.448	-0.036	0.016	0.001
Si	-6.911	-6.797	2.519	0.057	0.032	0.005
Si	-9.507	-4	2.766	-0.02	-0.009	0.023
Si	-6.873	-1.333	2.674	-0.038	0.033	-0.017
Si	-4.109	1.315	2.69	0.045	-0.001	0.014
Si	-1.349	4.059	2.645	0.028	-0.035	0.018
Si	-4.07	6.822	2.615	-0.023	0.005	0.014
Si	-1.36	-6.756	2.801	-0.021	-0.023	0.032
Si	-4.168	-4.06	3.006	0.022	0.006	0.046
Si	-1.397	-1.331	2.852	-0.02	-0.015	0.038
Si	-0.03	0.039	4.152	-0.016	-0.005	-0.012
Si	2.723	2.729	4.067	-0.019	-0.009	-0.031
Si	-0.043	5.424	4.045	0.01	0.004	0.002
Si	2.707	8.138	3.989	-0.019	0.024	-0.043
Si	0.005	-5.406	4.118	-0.021	0.025	0.017
Si	2.755	-2.741	4.053	-0.002	0.014	-0.004
Si	5.451	-0.018	3.983	0.006	0.018	-0.016
Si	8.15	2.685	4.022	-0.019	0.024	-0.013
Si	5.466	5.543	4.059	0.019	0.002	0.018
Si	8.149	8.18	3.947	-0.007	-0.025	0.007
Si	5.454	10.879	4.005	0.004	-0.013	-0.016
Si	8.181	-2.696	3.895	0.001	0.003	-0.042
Si	10.88	0.001	3.939	-0.011	-0.014	-0.001
Si	13.56	2.696	3.945	-0.015	-0.026	0.002
Si	10.87	5.43	4.035	0.009	-0.021	-0.009
Si	13.636	8.206	3.983	0.008	-0.01	-0.007
Si	10.866	10.869	3.92	0.027	-0.001	0.005
Si	13.588	-2.75	3.893	0.019	0.021	-0.022
Si	16.294	-0.023	3.973	-0.002	-0.011	-0.032
Si	19.076	2.751	3.973	-0.005	0.011	-0.018
Si	16.33	5.426	3.992	0.018	0.021	-0.016
Si	19.054	8.15	3.942	0.019	-0.012	-0.024
Si	16.363	10.886	3.908	-0.005	-0.021	0.002
Si	19.092	-2.729	3.909	0.036	0.016	0.018
Si	21.769	-0.036	3.946	-0.021	0.023	-0.013
Si	24.478	2.667	4.045	-0.024	-0.04	-0.029
Si	21.789	5.419	4.067	-0.005	0	0.027
Si	24.486	8.106	4.086	-0.003	-0.003	-0.024
Si	21.775	10.838	4.009	0.01	-0.023	-0.001
Si	24.475	-2.764	4.041	-0.002	-0.013	-0.017
Si	27.208	-0.035	4.188	0.01	-0.004	-0.002
Si	29.965	2.718	4.211	0.019	0.004	-0.04
Si	27.268	5.434	4.172	0.002	0.008	-0.011
Si	29.893	8.124	4.288	0.011	-0.023	-0.006
Si	27.213	10.841	4.199	0.009	-0.002	-0.028
Si	29.978	-2.699	4.241	0.018	-0.022	-0.035
Si	32.706	0.023	4.263	-0.008	-0.014	0.014
Si	35.38	2.698	4.288	-0.005	0	-0.016
Si	32.614	5.346	4.441	-0.041	-0.037	0.005
Si	35.445	8.225	4.462	0.024	-0.001	-0.027
Si	32.65	10.875	4.362	0.038	0.003	-0.006
Si	35.357	-2.677	4.34	0.001	0.008	-0.018
Si	38.094	-0.047	4.299	-0.016	-0.02	-0.027
Si	-24.456	2.715	4.324	-0.005	-0.021	-0.004
Si	-27.165	5.458	4.351	0.002	0.022	-0.012
Si	-24.473	8.19	4.221	-0.01	0.001	-0.05
Si	-27.15	10.898	4.378	-0.048	0.005	0.007
Si	-24.486	-2.737	4.281	0.016	0.023	0.029
Si	-21.822	-0.048	4.265	-0.001	-0.008	-0.018
Si	-19.192	2.68	4.344	-0.023	0.001	-0.007
Si	-21.858	5.416	4.286	0.018	-0.025	0.001
Si	-19.085	-8.172	4.281	-0.01	0.04	-0.041
Si	-21.761	-5.406	4.258	-0.016	-0.016	-0.01
Si	-19.007	-2.738	4.121	0.015	-0.003	-0.034
Si	-16.325	0.025	4.124	0.011	0.036	0.017
Si	-13.632	2.694	4.045	-0.022	-0.001	0.009
Si	-16.367	5.526	4.292	-0.003	0.013	0.001
Si	-13.592	-8.168	4.17	-0.037	0.038	0.011
Si	-16.327	-5.405	4.237	0.038	-0.031	-0.007
Si	-13.622	-2.688	4.12	-0.019	0.024	-0.02
Si	-10.906	0.062	4.066	0.039	-0.008	0
Si	-8.217	2.722	3.982	-0.009	-0.034	-0.023
Si	-10.939	5.468	3.904	0.007	0.02	-0.013
Si	-8.263	-8.142	3.911	-0.018	-0.011	-0.051
Si	-10.924	-5.426	4.022	-0.027	0.004	-0.019
Si	-8.17	-2.666	4.115	0.008	0.011	-0.005
Si	-5.505	0.015	4.048	0.004	-0.037	-0.004
Si	-2.739	2.72	4.003	0.011	0.003	-0.007
Si	-5.454	5.474	3.987	0.029	-0.018	-0.013
Si	-2.749	8.149	4.05	-0.017	-0.019	-0.009
Si	-5.597	-5.515	4.086	-0.022	-0.039	-0.028
Si	-2.74	-2.686	4.214	0.017	0.024	0.025
Si	1.363	-1.326	16.172	0.008	0.01	-0.006
Si	4.059	1.358	16.171	0.001	0.011	0.004
Si	1.377	4.107	16.236	0.008	-0.003	0.02
Si	4.09	6.779	16.191	0.007	-0.013	0.005
Si	1.387	-6.787	16.215	-0.014	0.012	0.016
Si	4.078	-4.094	16.18	-0.009	0.009	-0.004
Si	6.783	-1.452	16.17	0.01	-0.011	0.006
Si	9.466	1.263	16.155	-0.009	-0.007	0.002
Si	6.754	4.021	16.187	-0.008	-0.005	0.001
Si	9.48	6.738	16.154	0.003	-0.004	-0.001
Si	6.784	9.49	16.154	-0.003	-0.002	-0.001
Si	9.494	-4.133	16.205	0.012	0	-0.001
Si	12.125	-1.46	16.198	-0.018	-0.003	0.008
Si	14.872	1.274	16.223	-0.002	0.011	-0.004
Si	12.199	3.99	16.163	-0.01	0.003	0.006
Si	14.922	6.731	16.279	0.007	0.021	0.003
Si	12.198	9.45	16.236	-0.017	0.006	0.003
Si	14.874	-4.214	16.223	-0.016	0.007	-0.002
Si	17.566	-1.499	16.267	-0.01	-0.018	-0.006
Si	20.32	1.283	16.349	0.014	0.03	0.002
Si	17.591	3.998	16.346	-0.012	0.01	0.031
Si	20.303	6.684	16.425	0.009	-0.013	0.018
Si	17.578	9.386	16.372	-0.026	-0.005	0.024
Si	20.258	-4.224	16.345	-0.019	0.005	0
Si	22.985	-1.466	16.381	-0.028	0.004	0.009
Si	25.734	1.26	16.374	0.001	-0.002	-0.009
Si	22.947	3.987	16.415	-0.013	-0.018	0.008
Si	25.721	6.715	16.424	0.007	-0.003	-0.001
Si	23.009	9.38	16.454	-0.01	0	0.016
Si	25.717	-4.18	16.45	-0.016	0.001	0.021
Si	28.458	-1.44	16.461	0.002	0.014	0.026
Si	31.182	1.345	16.486	0.008	0.009	0.002
Si	28.464	4.011	16.476	0.007	0.005	0.014
Si	31.161	6.725	16.403	-0.009	-0.003	0.004
Si	28.439	9.457	16.393	0.005	-0.009	0.009
Si	31.213	-4.076	16.442	0.003	-0.006	0.008
Si	33.944	-1.312	16.433	-0.003	0.03	-0.006
Si	36.711	1.414	16.514	-0.009	-0.006	0.02
Si	33.965	4.021	16.451	0.01	-0.006	0.019
Si	36.712	6.823	16.491	-0.015	0.021	0.037
Si	33.976	9.5	16.435	0.006	0.006	0.004
Si	36.753	-4.037	16.426	0.001	0.002	0.008
Si	39.552	-1.285	16.552	0.025	-0.004	0.005
Si	-23.057	1.41	16.536	-0.011	0.008	0.009
Si	-25.801	4.145	16.485	0	0.013	0.005
Si	-23.045	6.909	16.508	-0.014	0.003	0.012
Si	-25.729	9.599	16.504	0.017	0.032	0.017
Si	-23.008	-3.966	16.609	0.023	0.006	0.016
Si	-20.305	-1.288	16.584	0.019	-0.019	0.023
Si	-17.615	1.398	16.446	0.009	-0.026	0
Si	-20.348	4.159	16.483	-0.003	0.001	0.015
Si	-17.601	-9.416	16.427	0.021	0.019	-0.013
Si	-20.303	-6.655	16.53	0.01	0.004	0.007
Si	-17.61	-3.954	16.47	0.005	-0.034	0.003
Si	-14.9	-1.275	16.358	0.003	-0.014	0.006
Si	-12.147	1.508	16.267	0.005	0.012	-0.01
Si	-14.863	4.148	16.395	0.01	-0.01	0.034
Si	-12.147	-9.415	16.296	0.008	0.016	-0.002
Si	-14.877	-6.71	16.38	0.006	-0.015	0.017
Si	-12.166	-3.968	16.269	-0.01	-0.009	0.001
Si	-9.407	-1.232	16.239	0.005	-0.003	0.006
Si	-6.701	1.455	16.222	0.006	-0.007	0.006
Si	-9.437	4.197	16.263	0.009	0.002	0.022
Si	-6.721	6.825	16.214	-0.005	-0.002	-0.011
Si	-9.476	-6.743	16.2	-0.002	-0.017	-0.007
Si	-6.744	-3.987	16.141	0.007	0.008	-0.012
Si	-4.031	-1.286	16.162	0.017	-0.017	0.007
Si	-1.336	1.41	16.224	0	0.016	0
Si	-4	4.115	16.264	-0.007	0.007	0.008
Si	-1.269	6.825	16.211	0.001	0.003	0.008
Si	-4.009	9.554	16.168	-0.003	0.013	0.005
Si	-1.318	-4.08	16.126	0.009	-0.001	-0.022
Si	2.687	0.05	17.545	-0.046	-0.017	-0.01
Si	5.406	2.659	17.566	-0.013	0.023	0.055
Si	2.733	5.477	17.595	0.007	-0.004	0.058
Si	5.463	8.129	17.526	0.01	0.018	-0.004
Si	2.749	-5.433	17.568	-0.025	-0.006	0.055
Si	5.401	-2.751	17.565	0.023	0.012	0.046
Si	8.182	-0.167	17.522	0.038	-0.003	0
Si	10.807	2.638	17.478	0.038	0.011	0.021
Si	8.088	5.419	17.505	0.012	0.005	0
Si	10.837	8.046	17.538	-0.003	0.006	0.018
Si	8.124	10.826	17.524	-0.024	-0.028	0.025
Si	10.78	-2.782	17.639	-0.027	0.027	0.011
Si	13.456	-0.084	17.515	-0.022	0.002	0.012
Si	16.196	2.603	17.643	0.002	0.002	0.018
Si	13.538	5.332	17.542	-0.01	-0.016	-0.015
Si	16.231	8.019	17.775	0.025	-0.032	0.041
Si	13.514	10.811	17.637	0.034	-0.015	0.009
Si	16.215	-2.908	17.607	0.048	0.004	0.019
Si	18.918	-0.124	17.59	0.002	-0.017	-0.006
Si	21.613	2.617	17.833	-0.011	0.016	0.032
Si	18.923	5.329	17.79	-0.014	-0.025	0.04
Si	21.648	8.008	17.854	0.045	-0.001	0.017
Si	18.895	10.76	17.757	0.003	0.035	0.024
Si	21.593	-2.865	17.696	0.043	0.021	0.011
Si	24.38	-0.113	17.717	-0.006	-0.007	-0.016
Si	27.063	2.604	17.766	-0.012	-0.012	0.009
Si	24.303	5.365	17.75	0.017	0.008	-0.012
Si	27.105	8.072	17.772	-0.002	0.013	-0.006
Si	24.405	10.706	17.821	0.02	-0.004	0.041
Si	27.059	-2.796	17.822	0.001	-0.002	0.017
Si	29.825	-0.065	17.817	0.019	0.011	0.019
Si	32.553	2.723	17.846	0.005	-0.004	-0.002
Si	29.856	5.366	17.849	0.034	-0.014	-0.012
Si	32.546	8.091	17.686	0.031	0.009	-0.001
Si	29.798	10.847	17.71	0.022	0.004	0.016
Si	32.6	-2.684	17.781	-0.013	0.012	0.013
Si	35.246	0.085	17.816	-0.019	0.007	0.032
Si	38.119	2.789	17.847	-0.015	0.033	0.001
Si	35.348	5.366	17.787	-0.004	-0.006	0.02
Si	38.128	8.24	17.775	-0.017	-0.01	0.005
Si	35.364	10.917	17.733	0.012	-0.015	-0.015
Si	38.15	-2.699	17.781	-0.006	-0.037	0.017
Si	40.922	0.069	17.983	0.023	-0.034	0.009
Si	-21.685	2.781	17.865	0.019	0.028	0.016
Si	-24.425	5.525	17.82	0.026	-0.016	0.001
Si	-21.657	8.286	17.868	-0.016	0.012	-0.014
Si	-24.351	10.948	17.932	-0.034	-0.023	0.017
Si	-21.634	-2.611	18.043	-0.006	-0.032	0.011
Si	-18.922	0.081	17.927	-0.02	0.022	0.029
Si	-16.236	2.767	17.745	0.008	0.001	0.032
Si	-18.991	5.581	17.785	-0.014	0.008	-0.011
Si	-16.211	-8.07	17.769	-0.034	0.008	0.013
Si	-19.005	-5.199	17.903	-0.038	0.019	0.025
Si	-16.194	-2.625	17.808	0.024	0.022	-0.006
Si	-13.509	0.155	17.581	-0.024	0.011	-0.021
Si	-10.812	2.893	17.637	-0.058	-0.031	-0.021
Si	-13.415	5.512	17.682	0.023	-0.011	0.019
Si	-10.807	-8.029	17.645	0.022	0.054	0.042
Si	-13.505	-5.292	17.671	0.004	-0.016	-0.02
Si	-10.754	-2.611	17.56	-0.003	0.001	0.013
Si	-8.073	0.179	17.598	0.009	0.008	0.057
Si	-5.331	2.743	17.648	0.03	0.004	0.006
Si	-8.03	5.492	17.633	-0.031	-0.021	0.048
Si	-5.37	8.214	17.514	0.025	-0.002	0.033
Si	-8.114	-5.338	17.456	-0.033	-0.003	-0.021
Si	-5.353	-2.677	17.486	-0.027	0.009	0.046
Si	-2.757	0.11	17.566	-0.037	0.027	0.012
Si	0.045	2.727	17.606	-0.008	0	0.005
Si	-2.576	5.454	17.578	-0.005	-0.027	0.011
Si	0.035	-8.115	17.609	0.002	-0.021	-0.006
Si	-2.598	-5.46	17.512	0.011	-0.014	-0.002
Si	-0.001	-2.71	17.468	0.024	-0.017	0.003
Si	1.371	1.368	19.002	0.026	0.046	-0.022
Si	4.06	4.066	18.934	0.017	-0.021	-0.037
Si	1.431	6.914	18.981	0.002	0.007	-0.011
Si	4.161	-6.813	18.888	0.004	0.012	-0.016
Si	1.335	-4.039	18.857	0.007	0.002	-0.054
Si	3.995	-1.345	18.868	0.001	-0.009	-0.025
Si	6.753	1.126	18.783	-0.023	-0.007	-0.034
Si	9.432	4.012	18.776	-0.005	0.013	-0.024
Si	6.781	6.775	18.925	0.006	0.008	0.005
Si	9.444	9.395	18.845	-0.022	-0.027	-0.034
Si	6.802	-4.11	18.894	-0.005	-0.004	-0.023
Si	9.44	-1.45	19.091	-0.012	-0.002	0.026
Si	12.051	1.23	18.875	-0.006	-0.015	-0.021
Si	14.787	3.959	18.967	-0.017	0.038	0
Si	12.173	6.65	18.896	-0.005	-0.016	-0.015
Si	14.814	9.433	19.042	-0.01	0.038	-0.048
Si	12.137	-4.138	18.987	0.01	-0.009	0.004
Si	14.774	-1.52	18.795	-0.011	-0.003	-0.045
Si	17.561	1.192	18.95	0.012	0.002	-0.023
Si	20.201	3.958	19.242	0.014	-0.004	-0.012
Si	17.544	6.61	19.233	-0.013	0.033	-0.036
Si	20.213	9.372	19.148	-0.006	-0.019	0.009
Si	17.476	-4.238	19.132	-0.018	0.022	-0.034
Si	20.16	-1.514	18.995	-0.016	-0.024	-0.035
Si	23.051	1.203	19.101	-0.007	0.045	-0.01
Si	25.617	3.948	19.045	-0.007	-0.041	-0.038
Si	23.042	6.66	19.272	-0.027	0.006	0.033
Si	25.788	9.328	19.253	-0.028	0.028	-0.018
Si	22.961	-4.231	19.05	-0.008	0.006	-0.063
Si	25.67	-1.428	19.18	0.015	-0.031	-0.01
Si	28.398	1.243	19.159	-0.024	-0.003	-0.015
Si	31.222	4.042	19.289	0.035	0.023	-0.002
Si	28.467	6.74	19.143	-0.022	0.046	0
Si	31.215	9.503	18.989	0.012	-0.042	-0.01
Si	28.421	-4.203	19.136	-0.002	-0.007	-0.01
Si	31.242	-1.368	19.194	0.004	0.033	-0.01
Si	33.866	1.418	19.278	0.02	-0.034	-0.006
Si	36.762	4.121	19.237	-0.02	0.036	-0.009
Si	33.82	6.638	19.011	-0.081	-0.056	-0.023
Si	36.747	9.605	19.086	0.05	0.03	-0.022
Si	34.018	-4.037	19.074	0.003	0.026	-0.037
Si	36.704	-1.311	18.98	-0.004	-0.01	-0.06
Si	39.504	1.483	19.229	0.012	0.014	-0.002
Si	-23.035	4.192	19.182	-0.016	0.024	-0.046
Si	39.489	6.908	19.14	0.007	-0.025	-0.02
Si	-22.883	9.67	19.33	0.013	0.059	0.008
Si	39.495	-4.022	19.225	-0.026	0.004	-0.002
Si	42.341	-1.219	19.451	0.008	0.031	0.002
Si	-20.325	1.457	19.282	0.002	-0.003	-0.019
Si	-17.652	4.145	19.028	-0.013	-0.034	-0.007
Si	-20.294	6.951	19.226	0.011	-0.017	0.008
Si	-17.554	-6.583	19.057	0.066	-0.021	-0.023
Si	-20.271	-3.881	19.545	0.026	-0.045	-0.006
Si	-17.496	-1.297	19.253	-0.022	0.016	0.015
Si	-14.781	1.445	19.064	0.029	-0.011	-0.017
Si	-12.068	4.21	19.149	0.018	0.01	0.035
Si	-14.767	-9.489	19.019	-0.022	0.075	0.018
Si	-12.113	-6.573	19.023	0.054	-0.029	-0.013
Si	-14.747	-3.933	19.136	-0.016	-0.023	0.041
Si	-12.045	-1.128	18.826	0.02	0.03	-0.04
Si	-9.384	1.655	18.972	0.036	0.002	-0.025
Si	-6.653	4.107	19.009	-0.03	0.001	-0.021
Si	-9.412	6.893	18.92	-0.004	-0.007	-0.034
Si	-6.793	9.611	18.767	-0.018	0.004	-0.04
Si	-9.423	-4.027	18.881	0.005	-0.011	-0.022
Si	-6.649	-1.234	18.809	0.021	0.013	-0.055
Si	-4.008	1.432	19.127	0.024	-0.017	0.037
Si	-1.265	4.072	19.013	-0.023	0.002	-0.002
Si	-3.898	6.918	18.817	0	0.028	-0.044
Si	-1.289	-6.748	19.016	0	-0.003	0.009
Si	-4.01	-4.134	18.772	0.002	-0.001	-0.039
Si	-1.42	-1.358	18.745	-0.006	-0.021	-0.045
Si	-0.1	-0.095	20.146	0.004	0.037	0.017
Si	2.725	2.755	20.394	-0.046	-0.016	0.055
Si	0.106	5.496	20.301	0.023	0.009	0.038
Si	2.815	8.304	20.354	-0.033	-0.052	0.051
Si	0.079	-5.342	20.342	-0.044	-0.021	0.036
Si	2.633	-2.667	20.234	-0.039	0.013	0.055
Si	5.403	-0.13	20.259	0.014	-0.012	0.043
Si	8.102	2.537	19.983	0.04	-0.005	0.025
Si	5.421	5.455	20.286	-0.01	0.018	0.053
Si	8.164	8.062	20.322	0.017	0.02	0.053
Si	5.523	-5.496	20.263	0.032	-0.021	0.066
Si	8.013	-2.816	20.436	0.059	0.023	0.052
Si	10.79	-0.029	20.437	-0.037	-0.007	0.033
Si	13.353	2.591	20.226	-0.04	0.024	0.048
Si	10.773	5.288	20.2	0.017	-0.016	0.026
Si	13.464	8.002	20.314	0.012	-0.03	0.017
Si	10.76	10.736	20.208	0.008	-0.009	0.05
Si	13.445	-2.69	20.311	-0.033	0.007	0.032
Si	16.107	-0.202	20.124	0.017	0.011	0.061
Si	18.77	2.46	20.507	0.099	0.026	0.038
Si	16.112	5.122	20.513	0.062	0.029	-0.004
Si	18.856	8.09	20.62	-0.066	-0.026	0.036
Si	16.063	10.751	20.553	0.003	0.014	0.062
Si	18.757	-2.762	20.459	-0.095	0.008	0.041
Si	21.628	-0.251	20.278	0.029	-0.008	0.019
Si	24.357	2.596	20.533	0.003	0.005	0.007
Si	21.652	5.296	20.634	0.008	-0.034	0.009
Si	24.445	7.975	20.723	0.044	0	0.045
Si	21.595	10.746	20.434	0.036	0.001	0.026
Si	24.31	-2.892	20.437	0.016	0.007	0.076
Si	27.026	-0.098	20.597	-0.037	0.002	0.038
Si	29.784	2.61	20.505	0.035	0.002	0.04
Si	27.008	5.298	20.31	-0.02	0.007	0.012
Si	29.89	8.16	20.396	-0.022	0.032	0.04
Si	27.17	10.712	20.611	0.016	-0.041	0.028
Si	29.838	-2.83	20.395	0.029	-0.027	0.011
Si	32.513	0.012	20.704	-0.052	0.026	0.004
Si	35.298	2.814	20.585	-0.008	-0.009	0.037
Si	32.57	5.431	20.713	0.012	-0.012	0.101
Si	35.278	8.075	20.041	0.034	0.003	-0.051
Si	32.609	10.893	20.3	-0.032	0.022	0.03
Si	35.435	-2.683	20.378	0.014	0.005	0.05
Si	37.979	0.089	20.332	-0.029	0.001	0.041
Si	40.872	2.882	20.588	0.019	-0.007	0.032
Si	38.14	5.589	20.553	-0.042	-0.004	0.061
Si	40.937	8.231	20.448	0.005	-0.037	0.035
Si	38.072	10.919	20.579	0.001	0.011	0.074
Si	40.858	-2.631	20.633	-0.039	-0.039	-0.009
Si	43.742	0.188	20.904	-0.006	-0.022	0.045
Si	-18.981	2.918	20.547	-0.041	0.022	0.044
Si	-21.654	5.546	20.569	0.003	-0.031	0.02
Si	-18.903	8.433	20.446	-0.073	0.061	0.039
Si	-21.609	10.993	20.992	-0.014	0.009	-0.003
Si	-18.779	-2.447	20.889	-0.02	-0.045	0.033
Si	-16.054	0.068	20.497	0.041	-0.007	0.039
Si	-13.467	2.82	20.47	0.046	-0.032	0.042
Si	-16.15	5.373	20.268	0.062	-0.022	-0.016
Si	-13.41	-8.032	20.302	-0.02	0.004	0.024
Si	-16.157	-5.297	20.466	-0.037	0.049	0.07
Si	-13.25	-2.457	20.258	-0.053	-0.022	0.031
Si	-10.741	0.253	20.214	-0.036	0.051	0.054
Si	-8.056	2.908	20.514	0.003	0.074	-0.002
Si	-10.585	5.571	20.465	0.015	-0.018	0.062
Si	-8.121	8.349	20.196	-0.056	0.048	0.017
Si	-10.733	-5.22	20.445	-0.064	-0.034	0.02
Si	-8.014	-2.612	20.052	0.016	-0.003	0.051
Si	-5.445	0.015	20.404	0.022	0.009	0.082
Si	-2.576	2.775	20.54	-0.024	-0.043	0.047
Si	-5.185	5.546	20.139	0.015	-0.02	0.029
Si	-2.687	-8.095	20.365	0.03	0.009	0.05
Si	-5.376	-5.482	20.1	0.034	0.009	0.054
Si	-2.753	-2.708	20.084	0.002	-0.005	0.053
Si	0.942	-1.623	21.542	0.273	0.046	-0.702
Si	4.433	1.578	21.519	-0.255	-0.06	-0.745
Si	1.688	4.468	21.703	-0.137	-0.238	-0.833
Si	3.926	6.689	21.663	0.264	0.189	-0.772
Si	1.855	-6.255	21.645	-0.053	-0.049	-0.759
Si	4.079	-4.06	21.397	0.01	-0.002	-0.48
Si	6.253	-1.805	21.739	0.177	0.039	-0.676
Si	9.462	1.547	21.607	-0.014	-0.288	-0.624
Si	6.639	3.726	21.268	-0.073	0.261	-0.725
Si	9.746	6.83	21.607	-0.338	-0.129	-0.686
Si	7.102	-6.632	21.646	-0.186	-0.139	-0.801
Si	9.283	-4.436	21.592	-0.021	0.195	-0.705
Si	12.526	-1.022	21.736	-0.195	-0.05	-0.689
Si	14.73	1.146	21.383	-0.067	0.01	-0.512
Si	11.746	3.664	21.563	0.123	0.044	-0.786
Si	14.932	6.778	21.683	-0.135	-0.189	-0.699
Si	11.831	9.14	21.536	0.199	0.047	-0.824
Si	14.836	-3.882	21.726	-0.031	-0.247	-0.686
Si	17.026	-1.637	21.713	0.321	-0.003	-0.689
Si	20.459	1.225	21.601	-0.262	-0.062	-0.65
Si	16.981	3.302	21.85	0.115	0.171	-0.706
Si	20.209	6.657	21.911	0.17	0.186	-0.704
Si	17.104	9.103	21.94	0.313	0.329	-0.676
Si	20.301	-4.026	21.649	-0.078	-0.134	-0.631
Si	22.593	-1.885	21.664	0.14	0.105	-0.78
Si	26.001	1.615	21.916	-0.133	-0.249	-0.669
Si	22.67	3.528	21.901	0.274	0.393	-0.686
Si	25.793	6.371	21.987	-0.13	0.314	-0.76
Si	23.218	9.695	21.81	-0.151	-0.265	-0.843
Si	25.49	-4.45	21.742	0.147	0.17	-0.826
Si	28.601	-1.417	21.753	-0.307	-0.14	-0.66
Si	30.679	1.001	21.962	0.484	0.209	-0.669
Si	28.203	3.847	21.658	0.148	-0.009	-0.63
Si	31.474	7.229	21.836	-0.182	-0.436	-0.732
Si	28.934	9.686	21.887	-0.334	-0.125	-0.742
Si	31.077	-4.334	21.667	0.098	0.12	-0.729
Si	34.273	-1.188	21.718	-0.22	-0.046	-0.819
Si	36.405	1.116	21.737	0.069	0.126	-0.761
Si	34.343	4.476	22.005	-0.269	-0.169	-0.717
Si	36.439	6.826	21.59	0.208	-0.017	-0.629
Si	33.824	9.249	21.356	0.05	0.189	-0.734
Si	37.02	-3.678	21.832	-0.166	-0.267	-0.808
Si	39.146	-1.394	21.638	0.201	-0.018	-0.68
Si	42.437	1.853	22.025	-0.042	-0.257	-0.747
Si	39.743	4.496	21.884	-0.094	-0.084	-0.743
Si	42.029	6.684	21.837	0.133	0.126	-0.664
Si	39.734	9.721	21.735	-0.217	-0.007	-0.778
Si	41.808	-4.214	22.129	0.446	0.24	-0.662
Si	45.627	-0.624	22.294	-0.196	-0.209	-0.701
Si	-17.444	1.55	21.633	-0.025	0.007	-0.481
Si	-20.563	4.031	22.009	0.238	0.106	-0.745
Si	-17.293	7.047	21.317	-0.028	0.004	-0.663
Si	-19.781	9.858	22.193	-0.38	-0.19	-0.666
Si	-17.555	-4.153	22.018	0.148	0.192	-0.718
Si	-14.288	-0.963	21.715	-0.308	-0.118	-0.786
Si	-12.161	1.339	21.759	0.12	0.283	-0.686
Si	-15.222	3.767	21.747	0.052	0.007	-0.719
Si	-11.873	7.133	21.594	0.03	-0.1	-0.769
Si	-15.085	-7.05	21.592	0.312	0.27	-0.718
Si	-11.566	-3.322	21.658	0	-0.223	-0.764
Si	-9.324	-1.185	21.312	0.073	-0.014	-0.549
Si	-7.187	1.046	21.673	0.109	0.005	-0.715
Si	-8.752	4.832	21.882	-0.28	-0.306	-0.756
Si	-6.557	7.026	21.256	0.025	0.048	-0.556
Si	-9.702	9.371	21.66	0.167	0.184	-0.849
Si	-6.529	-3.881	21.287	-0.058	0.029	-0.727
Si	-4.326	-1.746	21.516	0.027	0.315	-0.818
Si	-1.159	1.222	21.74	-0.356	0.129	-0.735
Si	-3.675	4.574	21.662	0.008	-0.22	-0.791
Si	-1.393	6.699	21.614	0.045	0.209	-0.685
Si	-4.463	-7.075	21.586	0.221	0.054	-0.72
Si	-1.275	-3.791	21.493	-0.033	-0.307	-0.691
Si	1.602	-1.136	24.49	-0.044	-0.017	-0.209
Si	3.505	0.972	24.406	0.079	0.104	0.052
Si	0.823	2.499	23.652	0.14	0.086	-0.131
Si	5.97	7.616	23.689	-0.023	0.045	-0.076
Si	6.937	-6.196	-6.048	0.038	-0.06	0.062
Si	7.304	1.229	-7.217	0.04	-0.049	-0.096
Si	9.969	0.206	-5.886	-0.098	0.115	0.038
Si	15.883	-2.179	-7.02	-0.12	0.012	0.08
Si	11.723	2.194	-7.096	0.092	0.072	-0.042
Si	8.054	5.238	23.483	0.115	0.061	0.019
Si	0.963	-3.479	-6.476	-0.006	-0.083	0.032
Si	8.175	-0.377	23.65	-0.125	0.114	0.009
Si	10.155	-2.773	-5.231	-0.065	-0.111	0.116
Si	13.956	1.338	-5.503	0.081	0.087	-0.006
Si	13.522	4.993	23.793	-0.015	-0.017	-0.095
Si	16.138	-6.238	24.567	0.2	-0.098	-0.109
Si	-0.043	-5.532	-1.775	-0.031	0.037	0.137
Si	10.505	-2.411	23.565	0.076	-0.078	-0.082
Si	18.87	0.692	-5.627	0.06	-0.097	0.022
Si	22.974	4.299	-3.046	0.048	0.071	0.106
Si	16.331	5.373	-6.374	-0.088	0.008	0.105
Si	21.408	-7.719	24.114	-0.034	-0.065	-0.173
Si	20.538	2.936	25.475	-0.127	0.143	0.008
Si	17.455	-0.928	24.637	-0.101	0.031	-0.093
Si	26.719	-2.573	23.846	0.111	-0.03	-0.013
Si	27.061	-3.213	-4.172	-0.173	0.019	-0.154
Si	27.679	2.213	-5.171	-0.038	-0.17	-0.031
Si	-31.151	6.556	-3.835	-0.03	0.015	0.041
Si	22.204	-3.934	25.997	-0.055	0.054	0.044
Si	26.466	4.051	26.015	-0.061	0.032	-0.033
Si	27.201	-1.993	-7.17	0.142	0.023	0.022
Si	30.345	0.895	24.954	-0.152	-0.003	-0.102
Si	28.001	5.747	23.889	-0.05	0.064	-0.169
Si	29.518	-7.232	-6.619	-0.008	-0.059	0.018
Si	-32.156	-3.449	-6.066	0.019	-0.014	-0.113
Si	26.689	-7.165	-7.098	0	0.012	-0.066
Si	-30.781	3.891	25.058	-0.038	0.039	-0.187
Si	-26.104	3.689	24.849	0.041	0.122	-0.083
Si	32.141	-0.658	-6.701	0.062	-0.063	-0.034
Si	-25.756	-7.765	24.595	0.084	0.1	-0.064
Si	-32.172	-3.239	23.795	0.028	-0.09	-0.245
Si	-29.686	-4.767	24.461	-0.014	-0.104	-0.125
Si	-20.477	-1.529	25.318	-0.005	0.165	-0.124
Si	-24.51	0.057	23.836	0.049	0.028	0.066
Si	-23.046	7.042	24.753	-0.03	0.042	-0.105
Si	-15.926	-6.943	24.341	0.126	-0.032	-0.164
Si	-24.055	5.583	-3.879	0.033	0.035	0.009
Si	-23.252	-2.444	24.695	-0.24	0.022	-0.072
Si	-17.645	-1.802	-3.924	0.028	0.085	0.075
Si	-22.12	-3.089	-6.051	0.106	-0.018	-0.059
Si	-18.686	5.652	23.804	-0.112	0.055	0.083
Si	-16.275	2.278	-1.712	-0.02	0.025	0.144
Si	-11.94	2.674	24.519	0.059	-0.058	-0.091
Si	-13.379	-2.72	23.948	-0.063	0.115	-0.115
Si	-8.513	5.013	24.97	0.032	0.06	-0.222
Si	-14.426	2.352	26.183	-0.03	0.069	0.083
Si	-14.079	7.36	25.755	0.014	0.086	-0.048
Si	-14.203	0.752	-4.851	-0.078	0.02	-0.017
Si	-15.938	-4.031	24.76	-0.061	-0.008	-0.241
Si	-1.327	3.316	25.539	-0.099	0.184	0.145
Si	-5.745	1.561	24.301	0.064	-0.123	-0.057
Si	-6.796	-5.293	26.194	-0.05	0.009	-0.006
Si	-9.789	-0.214	-6.948	-0.106	0.048	0.058
Si	-9.083	-7.82	-2.608	0.101	-0.077	0.032
Si	-8.183	-5.23	23.644	-0.021	0.036	-0.098
Si	-6.753	-0.837	26.013	0.044	-0.043	0.011
Si	-4.26	4.073	24.604	0.025	-0.024	-0.109
Si	-6.145	2.775	-7.317	-0.062	0.139	0.041
Si	-0.739	-4.624	-4.347	-0.036	0.057	0.02
Si	-2.662	-5.583	23.544	-0.051	0.039	-0.103
Si	-0.191	-7.546	23.556	0.067	-0.117	-0.188
Si	1.96	-6.164	-7.313	-0.093	-0.058	0.062
Si	1.537	1.215	-4.41	-0.031	0.095	-0.035
Si	5.205	-1.073	-6.829	-0.057	-0.041	-0.01
Si	0.423	5.264	-7.063	0.103	0.027	0.071
Si	3.429	-7.751	-4.144	0.013	-0.022	0.181
Si	7.421	-3.318	-6.737	0.13	0.07	-0.141
Si	2.965	-2.359	-2.109	-0.075	-0.013	0.087
Si	4.318	2.338	-3.469	-0.007	0.01	0.128
Si	11.901	-2.481	-2.847	-0.065	0.132	-0.002
Si	6.931	4.31	-7.199	0.081	0.015	-0.13
Si	10.116	4.787	-3.947	0.079	-0.065	-0.05
Si	13.414	-5.677	23.765	-0.017	0.1	-0.072
Si	11.541	-5.393	-4.999	0.082	0.148	0.081
Si	10.557	1.715	-3.109	-0.149	-0.02	0.088
Si	21.62	1.504	-6.073	-0.133	-0.075	0.082
Si	9.87	4.692	-7.05	0.024	0.087	0.001
Si	11.507	7.205	-4.268	-0.078	-0.004	0.07
Si	9.883	-6.658	-7.184	-0.136	0.034	-0.115
Si	17.326	-1.671	-4.487	-0.079	0.01	-0.032
Si	17.442	2.62	-7.319	0.061	-0.105	-0.002
Si	19.011	-2.221	-2.214	0.065	-0.032	0.1
Si	15.469	3.592	25.458	0.05	0.001	-0.055
Si	24.717	-3.158	-2.25	0.052	0.067	0.053
Si	20.227	0.159	24.518	-0.016	-0.016	-0.166
Si	18.855	4.632	23.74	-0.115	0.007	-0.056
Si	14.988	3.767	-4.328	0.067	0.034	-0.017
Si	24.078	4.788	24.173	0.196	-0.044	-0.078
Si	22.176	-7.114	-4.712	-0.022	-0.052	-0.054
Si	22.836	6.886	26.107	0.051	0.019	-0.006
Si	22.8	-1.309	24.669	0.004	-0.043	-0.048
Si	26.286	1.067	-2.882	-0.044	0.005	0.114
Si	-31.209	3.599	-3.34	-0.009	0.098	0.021
Si	-26.343	2.4	-6.469	-0.096	0.033	-0.041
Si	31.686	8.085	-2.483	0.111	-0.065	0.146
Si	-30.866	-4.733	-3.597	-0.033	-0.037	-0.002
Si	29.739	7.981	24.264	0.097	0.115	-0.165
Si	31.388	-1.816	25.795	-0.052	0.091	0.037
Si	32.216	1.433	-2.587	0.033	-0.018	0.049
Si	-28.634	4.988	-1.104	-0.114	-0.002	0.159
Si	-29.561	-7.496	23.58	0.13	0.099	-0.137
Si	-26.427	7.574	-6.902	-0.075	-0.109	0.005
Si	30.222	0.622	-4.519	-0.09	0.055	0.021
Si	-24.96	-3.84	-7.017	-0.012	-0.141	0.006
Si	-28.397	1.802	24.694	-0.082	0.036	-0.046
Si	-30.355	6.926	25.774	0.146	0.007	0.001
Si	-29.369	-7.238	-3.918	-0.019	0.052	0.082
Si	-27.859	4.938	-6.869	-0.027	0.089	0.034
Si	-26.247	-3.588	-4.134	-0.009	-0.03	-0.03
Si	-23.565	4.469	26.13	-0.032	0.046	0.089
Si	-12.298	-3.941	-4.59	0.034	0.049	-0.057
Si	-16.908	4.183	25.715	0.019	-0.032	0.078
Si	-22.574	5.559	-6.295	-0.106	0.037	0.029
Si	-18.311	7.041	-6.164	0.042	-0.029	-0.166
Si	-14.151	8.165	-2.239	-0.081	0.006	-0.081
Si	-12.137	2.173	-3.076	-0.064	0.013	0.186
Si	-18.071	3.179	-4.074	-0.104	0.015	-0.058
Si	-13.303	5.265	23.722	-0.015	0.034	-0.273
Si	-15.156	-3.08	-5.358	0.016	0.076	0.066
Si	-11.979	5.939	-7.111	0.037	-0.078	0.046
Si	-11.791	-6.963	-3.738	-0.032	0.08	0.045
Si	-15.511	-0.4	-2.62	-0.069	0	0.097
Si	-5.862	0.32	-5.445	0.094	-0.095	0.035
Si	-7.076	5.227	-5.783	0.117	0.038	0.02
Si	-9.819	0.686	-3.977	0.103	-0.041	-0.062
Si	-8.026	-2.11	-5.5	-0.011	0.051	0.028
Si	-8.756	-3.145	25.646	0.057	-0.077	0.035
Si	-5.6	-2.394	-2.189	0.173	-0.05	0.246
Si	-3.154	-0.143	23.789	0.069	-0.102	-0.1
Si	-6.827	0.289	-2.835	-0.049	0.089	0.177
Si	-9.865	4.083	-6.74	0.003	0.012	-0.101
Si	-3.636	7.529	-4.36	-0.09	-0.06	0.059
Si	-2.869	-0.466	-5.359	-0.104	0.055	-0.012
Si	-4.001	-7.617	-7.274	-0.088	0.018	-0.049
Si	2.756	-1.557	-4.934	0.118	-0.019	-0.012
Si	-0.067	5.025	-1.801	0.1	0.056	-0.03
Si	0.074	2.345	-6.699	0.034	-0.055	0.067
Si	4.436	-7.427	-6.863	0.042	-0.06	0.009
Si	3.201	6.351	-6.097	-0.014	0.025	-0.003
Si	-2.465	-7.392	-2.023	-0.047	-0.061	0.19
Si	5.167	-0.063	-1.891	0.154	-0.051	-0.012
Si	5.252	4.614	-4.966	0.018	-0.025	0.121
Si	5.003	4.908	-2.078	-0.109	-0.054	0.038
Si	11.564	-6.058	26.155	-0.017	-0.052	-0.04
Si	8.825	7.087	-2.898	0.091	0.082	0.059
Si	15.903	-5.736	-2.329	0.017	0.027	0.001
Si	14.349	-1.469	-4.555	0.053	0.002	-0.052
Si	13.207	2.703	-2.203	0.141	-0.05	0.188
Si	6.353	-7.453	-3.195	-0.126	0.067	0.058
Si	11.01	-5.204	-2.133	0.041	-0.034	0.081
Si	13.812	-7.063	-3.911	0.033	0.008	-0.069
Si	17.962	6.96	-4.198	-0.034	0.02	0.027
Si	17.379	-3.837	25.612	-0.028	-0.024	0.094
Si	16.348	5.429	-2.17	-0.18	-0.037	-0.012
Si	20.948	6.607	-3.264	-0.035	0.119	0.126
Si	19.837	-5.117	24.455	-0.01	0.017	-0.065
Si	25.297	-0.004	24.45	0.027	0.075	-0.103
Si	21.274	-0.178	-2.007	-0.152	0.049	0.163
Si	16.536	-6.829	-4.921	-0.091	0.017	0.071
Si	27.673	5.118	-5.078	0.037	0.019	0.072
Si	24.616	5.077	-5.482	-0.03	-0.035	0.062
Si	24.082	7.937	-6.401	0.092	0.11	-0.02
Si	27.713	-6.289	-4.499	0.106	0.014	0.003
Si	23.228	1.308	-3.733	0.121	0.145	0.063
Si	28.383	-1.059	-2.771	0.012	0.13	0.106
Si	30.159	6.24	-6.508	0.034	-0.097	-0.019
Si	27.569	5.653	-1.931	-0.072	-0.046	0.054
Si	-28.468	-6.587	-6.815	-0.01	0.056	-0.034
Si	-32.441	4.868	-5.758	-0.027	0.062	0.099
Si	22.515	-5.366	-2.269	0.076	-0.013	0.179
Si	-29.057	1.628	-2.385	-0.026	0.183	-0.006
Si	28.898	-7.968	-2.347	0.002	0.083	-0.053
Si	-29.005	-2.556	-4.201	-0.047	0.084	0.156
Si	-21.956	-5.899	-4.675	0.077	0.037	-0.058
Si	32.578	-5.516	-1.512	0.003	-0.095	0.015
Si	-29.363	-3.592	-7.054	-0.041	-0.105	0.037
Si	-30.972	-0.621	-2.568	-0.005	-0.202	-0.055
Si	-26.268	4.132	-2.588	-0.06	0.038	0.239
Si	-21.874	5.466	-1.966	-0.003	-0.087	0.185
Si	-18.742	-7.807	24.668	-0.028	0.118	-0.008
Si	-27.371	-5.713	-2.1	0.019	0.064	0.157
Si	-24.493	-2.427	-1.99	-0.087	-0.038	0.129
Si	-23.707	0.301	-2.749	-0.022	0.146	0.118
Si	-23.743	8.009	-5.363	0.061	-0.053	0.038
Si	-26.452	1.295	-3.823	0.046	-0.012	0.127
Si	-16.551	-5.719	-6.059	-0.036	0.049	0.021
Si	-21.235	-5.609	-1.761	0.071	0.045	0.103
Si	-22	-0.051	-5.32	-0.12	-0.134	0.03
Si	-20.141	5.456	-4.342	-0.016	-0.052	-0.017
Si	-18.921	0.49	-5.528	0.02	0.016	0.081
Si	-15.863	3.083	-5.821	0.027	-0.01	0.029
Si	-15.539	7.916	-5.066	-0.127	-0.055	0.179
Si	-19.264	-6.282	-6.251	-0.101	0.007	0.104
Si	-10.062	-2.13	-3.196	0.029	-0.032	0.186
Si	-19.404	-3.073	-1.891	0.018	-0.061	0.17
Si	-11.656	4.613	-4.531	-0.043	-0.04	0.035
Si	-6.653	6.914	-3.324	0.057	-0.019	0.068
Si	-10.367	5.719	-2.038	-0.066	-0.057	0.081
Si	-12.898	-7.912	-6.32	0.001	0.059	-0.026
Si	-3.502	-3.341	-4.37	0.004	-0.022	0.114
Si	-1.342	1.9	-4.206	0.181	-0.099	0.036
Si	-2.34	3.031	-1.767	-0.009	-0.091	0.121
Si	-11.972	-5.211	-7.255	0.079	0.047	-0.108
Si	-0.918	6.243	-4.512	-0.061	0.137	0.114
Si	-4.059	-4.575	-7.221	0.007	-0.002	-0.047
Si	0.649	-7.307	-4.922	0.108	-0.002	0.011
Si	1.377	-1.365	5.401	0.006	-0.024	-0.023
Si	4.103	1.349	5.363	0.006	-0.001	0.002
Si	1.349	4.092	5.397	0	0.005	-0.018
Si	4.072	6.843	5.4	0.009	0.008	-0.001
Si	1.382	9.51	5.386	-0.005	-0.016	-0.014
Si	4.098	12.211	5.388	-0.015	-0.023	-0.001
Si	6.826	-1.378	5.316	-0.006	-0.014	-0.029
Si	9.539	1.34	5.346	0.004	-0.009	-0.015
Si	6.8	4.087	5.352	-0.005	-0.014	-0.003
Si	9.495	6.806	5.335	-0.02	0.009	-0.008
Si	6.827	9.532	5.344	0.004	0.005	0.005
Si	9.532	12.255	5.276	-0.009	0.012	-0.005
Si	12.247	-1.384	5.28	0.001	0.006	-0.007
Si	14.934	1.338	5.32	-0.003	0.012	-0.001
Si	12.246	4.058	5.35	0.008	0	-0.004
Si	14.978	6.807	5.336	-0.001	0.011	-0.012
Si	12.235	9.532	5.315	-0.012	-0.006	-0.004
Si	14.972	12.225	5.272	-0.022	0.004	-0.02
Si	17.697	-1.394	5.295	-0.005	0.001	-0.013
Si	20.405	1.328	5.327	0.004	0.02	-0.02
Si	17.695	4.069	5.353	0	-0.017	0.012
Si	20.38	6.781	5.365	-0.018	0.006	-0.01
Si	17.705	9.522	5.308	-0.003	-0.004	-0.01
Si	20.407	12.224	5.338	-0.007	0.015	-0.005
Si	23.104	-1.387	5.377	-0.001	0.004	-0.012
Si	25.807	1.329	5.483	0	0.033	-0.005
Si	23.137	4.039	5.423	0.02	0.01	-0.002
Si	25.839	6.766	5.491	0.008	0.015	-0.004
Si	23.117	9.487	5.416	-0.014	-0.005	0
Si	25.807	12.214	5.481	-0.009	-0.003	-0.008
Si	28.569	-1.372	5.57	0.004	-0.008	0.014
Si	31.296	1.353	5.602	0.006	0.007	-0.011
Si	28.58	4.063	5.564	0.013	0.019	-0.008
Si	31.243	6.777	5.684	-0.005	0.022	-0.001
Si	28.531	9.496	5.61	0.01	0.01	0.01
Si	31.278	12.253	5.659	-0.02	0.011	-0.01
Si	34.013	-1.324	5.685	0.004	-0.001	-0.002
Si	36.749	1.349	5.648	0	0.003	-0.012
Si	34.02	4	5.716	-0.005	-0.001	0.006
Si	-28.503	6.803	5.746	0.001	0.001	-0.009
Si	34.022	9.559	5.742	-0.01	0.003	0.02
Si	-28.557	12.263	5.683	-0.009	0.004	-0.012
Si	-25.839	-1.389	5.665	-0.008	-0.005	-0.012
Si	-23.11	1.349	5.664	0.003	0.007	-0.012
Si	-25.816	4.08	5.683	-0.011	-0.001	0
Si	-23.175	6.812	5.633	-0.01	0.011	-0.011
Si	-25.779	9.527	5.676	0.023	-0.021	-0.018
Si	-23.109	-4.066	5.638	0.017	0.004	-0.007
Si	-20.376	-1.388	5.543	0.006	-0.012	-0.027
Si	-17.701	1.341	5.553	0.015	-0.027	-0.014
Si	-20.492	4.089	5.671	0.008	-0.005	0.003
Si	-17.712	6.851	5.658	0.018	0.008	0.02
Si	-20.421	-6.778	5.617	0.009	-0.015	-0.011
Si	-17.696	-4.051	5.568	-0.005	-0.009	-0.007
Si	-14.981	-1.336	5.493	-0.001	0.003	-0.013
Si	-12.265	1.397	5.443	-0.02	-0.021	0.002
Si	-14.966	4.07	5.479	0	-0.041	-0.03
Si	-12.223	6.768	5.435	0.029	-0.018	-0.013
Si	-14.948	-6.786	5.53	-0.018	0.001	0.003
Si	-12.248	-4.06	5.436	0.009	-0.008	-0.002
Si	-9.558	-1.308	5.43	0.018	0.026	-0.004
Si	-6.849	1.404	5.379	0.009	0.013	0.004
Si	-9.58	4.115	5.314	-0.023	-0.014	-0.028
Si	-6.866	6.833	5.301	0.01	0.013	-0.022
Si	-9.562	-6.792	5.366	0.03	0.005	-0.023
Si	-6.864	-4.083	5.449	0.026	0.001	0.009
Si	-4.147	-1.311	5.46	0.001	0.006	-0.005
Si	-1.403	1.408	5.438	-0.008	0.029	0
Si	-4.101	4.104	5.348	-0.014	0.007	0.002
Si	-1.394	6.787	5.396	0.002	-0.005	0.005
Si	-4.141	-6.823	5.394	-0.001	0.02	-0.01
Si	-1.358	-4.069	5.481	0.001	-0.01	0.024
Si	2.741	0	6.729	0.001	0.011	-0.005
Si	5.449	2.722	6.71	-0.012	0.012	0.005
Si	2.725	5.45	6.732	0.004	-0.006	-0.003
Si	5.458	8.191	6.722	-0.023	0.027	-0.001
Si	2.732	10.869	6.744	0.017	0.01	-0.002
Si	5.474	-2.731	6.698	0.007	-0.01	-0.003
Si	8.172	-0.023	6.689	0.007	0.013	0.007
Si	10.896	2.694	6.708	0.008	-0.002	0.008
Si	8.166	5.433	6.708	0.011	0.003	-0.013
Si	10.89	8.15	6.676	0.015	-0.008	0.001
Si	8.199	10.89	6.674	-0.003	-0.012	-0.002
Si	10.892	-2.732	6.658	-0.002	0.01	-0.001
Si	13.597	-0.039	6.677	0.012	-0.007	0.001
Si	16.319	2.685	6.685	0.007	-0.002	-0.002
Si	13.622	5.422	6.689	0.004	-0.017	-0.002
Si	16.349	8.154	6.689	-0.002	-0.005	-0.005
Si	13.615	10.877	6.665	-0.009	0.004	-0.001
Si	16.336	-2.758	6.663	0.009	-0.009	0.004
Si	19.038	-0.036	6.693	-0.006	0.005	0.002
Si	21.749	2.665	6.748	0.005	-0.003	-0.004
Si	19.036	5.417	6.739	-0.011	0.008	0.006
Si	21.743	8.12	6.757	0.01	-0.006	0.006
Si	19.048	10.859	6.707	0.005	0.001	0.007
Si	21.745	-2.751	6.744	-0.006	-0.005	0.004
Si	24.443	-0.052	6.808	0.01	-0.002	-0.005
Si	27.173	2.686	6.867	0.003	-0.017	-0.004
Si	24.476	5.384	6.827	0.01	-0.021	0.004
Si	27.149	8.122	6.917	-0.015	0.017	-0.006
Si	24.443	10.844	6.825	0.004	0.002	0.002
Si	27.173	-2.759	6.874	0.02	-0.011	-0.013
Si	29.913	-0.011	6.944	0	0.004	-0.003
Si	32.63	2.666	7.036	0.016	0.001	-0.001
Si	29.878	5.408	7	0.004	0.007	-0.005
Si	32.63	8.148	7.02	0.018	-0.01	-0.012
Si	29.899	10.86	6.97	0.011	-0.012	-0.01
Si	32.639	-2.706	7.014	0.004	-0.003	-0.005
Si	35.388	0.011	7.035	-0.016	-0.002	-0.008
Si	-27.195	2.722	7.02	-0.002	0.014	-0.007
Si	-29.91	5.422	7.038	0.003	0.001	-0.009
Si	-27.144	8.183	7.063	0.003	-0.019	-0.014
Si	-29.904	10.924	7.073	-0.02	-0.007	-0.01
Si	-27.188	-2.722	7.045	0.006	0.001	0.002
Si	-24.491	0.005	7.006	-0.013	0.008	-0.001
Si	-21.791	2.72	7.042	0.012	0.007	0.01
Si	-24.481	5.458	7.039	-0.002	-0.006	-0.008
Si	-21.778	-8.146	6.973	-0.001	0.007	-0.015
Si	-24.442	-5.422	7.026	-0.007	0.002	0.009
Si	-21.735	-2.697	6.961	-0.013	-0.006	-0.007
Si	-19.044	-0.011	6.926	0.014	0.005	-0.008
Si	-16.333	2.738	6.872	-0.018	0.02	-0.009
Si	-19.074	5.457	6.973	0.006	0.006	-0.013
Si	-16.319	-8.095	6.935	-0.032	0.011	0.001
Si	-19.05	-5.405	6.945	-0.001	0.009	-0.007
Si	-16.331	-2.673	6.891	-0.012	0.011	-0.005
Si	-13.616	0.041	6.824	0.009	-0.006	-0.003
Si	-10.905	2.788	6.758	-0.012	0.005	-0.005
Si	-13.602	5.445	6.82	0.013	0.012	-0.006
Si	-10.886	-8.146	6.768	-0.012	-0.008	0.006
Si	-13.593	-5.397	6.843	-0.006	0.005	-0.002
Si	-10.901	-2.683	6.79	-0.001	-0.006	-0.004
Si	-8.186	0.049	6.766	-0.02	-0.01	-0.002
Si	-5.467	2.76	6.718	0.002	-0.001	-0.004
Si	-8.202	5.469	6.684	0.006	-0.003	-0.005
Si	-5.506	-8.171	6.728	0.007	0.004	-0.003
Si	-8.233	-5.434	6.775	-0.001	0.014	0.001
Si	-5.481	-2.715	6.783	0.014	-0.029	-0.01
Si	-2.761	0.047	6.781	-0.02	0.008	-0.001
Si	-0.012	2.751	6.761	-0.018	-0.005	0.001
Si	-2.752	5.439	6.742	0.008	-0.011	-0.005
Si	-0.006	8.155	6.722	0	-0.004	-0.013
Si	-2.764	-5.453	6.751	0.006	0.016	-0.006
Si	0.022	-2.701	6.783	-0.015	-0.008	-0.005
Si	1.366	1.366	8.073	0.001	0.007	-0.012
Si	4.084	4.075	8.067	-0.007	-0.015	0.002
Si	1.361	6.807	8.078	-0.006	0.005	0
Si	4.101	9.526	8.089	0.004	0.004	0.015
Si	1.379	-4.083	8.099	-0.012	0.002	0.005
Si	4.107	-1.373	8.058	-0.007	0.001	-0.007
Si	6.815	1.347	8.045	-0.007	0.009	-0.009
Si	9.533	4.063	8.054	-0.006	0.001	-0.002
Si	6.805	6.793	8.056	-0.005	-0.027	-0.004
Si	9.538	9.508	8.037	0.008	0.017	0.003
Si	6.829	-4.095	8.046	0.007	0.002	0.004
Si	9.534	-1.386	8.035	-0.005	-0.01	0
Si	12.252	1.319	8.054	-0.013	0.005	0.012
Si	14.969	4.047	8.054	0.005	0.017	0.001
Si	12.248	6.776	8.039	-0.014	-0.006	-0.007
Si	14.965	9.499	8.038	-0.004	0	-0.004
Si	12.25	-4.097	8.026	0.011	0.007	0
Si	14.971	-1.401	8.034	-0.015	0.01	-0.004
Si	17.671	1.316	8.061	-0.01	-0.003	-0.002
Si	20.385	4.033	8.104	-0.008	-0.002	-0.002
Si	17.673	6.777	8.085	0.012	0.004	0.008
Si	20.381	9.488	8.105	-0.008	0.005	0.001
Si	17.672	-4.117	8.066	-0.009	-0.005	0.004
Si	20.372	-1.398	8.1	0.004	-0.001	0.001
Si	23.079	1.311	8.16	0.002	0.003	0.004
Si	25.807	4.035	8.23	0.005	0.024	0.001
Si	23.085	6.753	8.151	-0.006	0.011	-0.005
Si	25.777	9.492	8.237	0.003	-0.009	0.003
Si	23.074	-4.111	8.159	-0.004	0.006	0.009
Si	25.795	-1.397	8.208	-0.006	0.006	0.008
Si	28.52	1.341	8.268	0.009	0.002	-0.002
Si	31.254	4.056	8.35	-0.004	0.01	0.001
Si	28.497	6.774	8.313	0	-0.016	0.004
Si	31.253	9.511	8.353	0.011	0.008	0.003
Si	28.509	-4.105	8.288	-0.01	-0.004	0.004
Si	31.251	-1.363	8.342	0.004	-0.004	0.004
Si	34.002	1.336	8.394	-0.004	0.003	0.018
Si	-28.548	4.076	8.393	-0.005	-0.006	-0.002
Si	33.994	6.79	8.375	-0.022	0.003	-0.003
Si	-28.534	9.542	8.398	-0.009	0.016	-0.002
Si	33.991	-4.052	8.4	0.032	-0.001	0.003
Si	-28.543	-1.352	8.396	0.006	0.005	0.001
Si	-25.832	1.37	8.379	-0.005	-0.008	0.002
Si	-23.123	4.101	8.395	-0.001	-0.012	0.016
Si	-25.814	6.816	8.419	-0.004	0	0.015
Si	-23.092	-6.783	8.372	-0.005	-0.004	0.007
Si	-25.813	-4.071	8.387	-0.016	-0.009	0.003
Si	-23.097	-1.34	8.338	0.019	0.017	-0.012
Si	-20.379	1.361	8.325	0	0.027	-0.005
Si	-17.677	4.094	8.273	0.001	-0.002	-0.001
Si	-20.41	6.831	8.338	0.009	-0.01	0.002
Si	-17.679	-6.748	8.297	0.038	-0.005	0.002
Si	-20.39	-4.05	8.325	0.007	-0.007	0.006
Si	-17.674	-1.336	8.286	-0.004	-0.02	0.01
Si	-14.961	1.391	8.217	0.001	-0.017	0.009
Si	-12.239	4.113	8.176	0.001	-0.008	0.008
Si	-14.948	6.817	8.213	-0.01	-0.003	-0.011
Si	-12.232	-6.78	8.16	0.003	0.01	-0.001
Si	-14.957	-4.042	8.218	0.005	-0.015	-0.003
Si	-12.252	-1.321	8.166	-0.011	-0.006	-0.001
Si	-9.542	1.42	8.112	0.029	0.004	0.002
Si	-6.828	4.129	8.062	0.008	0	-0.009
Si	-9.516	6.823	8.108	0	0.012	0
Si	-6.828	-6.782	8.098	0.007	0.008	-0.007
Si	-9.553	-4.05	8.143	-0.011	-0.008	0.006
Si	-6.833	-1.328	8.115	0.005	0.005	-0.001
Si	-4.117	1.415	8.105	0.015	-0.003	0.005
Si	-1.376	4.105	8.101	0.008	0.013	0.01
Si	-4.115	6.81	8.079	-0.017	-0.022	0.003
Si	-1.37	-6.804	8.078	-0.019	0.001	-0.005
Si	-4.094	-4.068	8.111	0.009	0.012	0.004
Si	-1.366	-1.328	8.096	0.011	-0.013	-0.014
Si	0.008	0.02	9.438	-0.006	0.01	0.004
Si	2.723	2.722	9.424	-0.002	0.005	0.008
Si	0	5.458	9.435	-0.014	-0.007	0.002
Si	2.73	8.162	9.423	0.011	0.003	0.001
Si	-0.002	-5.44	9.427	0	0.006	0
Si	2.746	-2.718	9.428	0.014	-0.006	0.009
Si	5.453	-0.007	9.408	0.001	-0.004	0.005
Si	8.17	2.7	9.404	0.001	-0.002	0.012
Si	5.449	5.432	9.412	-0.001	0.01	0.004
Si	8.179	8.143	9.401	-0.005	0.005	-0.004
Si	5.47	-5.44	9.421	-0.009	0.002	0.006
Si	8.18	-2.74	9.401	0.01	0	0.003
Si	10.886	-0.039	9.404	-0.002	0	0.005
Si	13.61	2.68	9.415	0.012	-0.009	-0.002
Si	10.896	5.415	9.41	0.011	-0.004	0.003
Si	13.613	8.126	9.402	0.007	0.002	0
Si	10.902	-5.466	9.394	0.005	-0.007	0.008
Si	13.61	-2.76	9.4	-0.005	-0.003	0.004
Si	16.316	-0.053	9.426	0.007	-0.004	0.003
Si	19.019	2.664	9.456	0.002	0.005	-0.002
Si	16.318	5.396	9.433	-0.012	-0.009	0.001
Si	19.027	8.116	9.468	-0.002	-0.002	0.004
Si	16.319	-5.487	9.43	0.006	0.011	0.005
Si	19.015	-2.771	9.463	-0.001	0	0.007
Si	21.717	-0.061	9.51	-0.002	0.002	0.004
Si	24.428	2.659	9.56	0.012	-0.011	0.003
Si	21.727	5.38	9.505	0.013	-0.004	-0.001
Si	24.412	8.105	9.564	-0.003	0.004	-0.004
Si	21.716	-5.489	9.51	0.002	-0.001	0.006
Si	24.428	-2.77	9.555	0.011	-0.006	-0.004
Si	27.144	-0.04	9.597	0.011	-0.004	-0.008
Si	29.867	2.686	9.666	-0.003	0.001	-0.005
Si	27.135	5.39	9.637	-0.001	0.002	0.009
Si	29.869	8.132	9.675	-0.001	-0.001	-0.007
Si	27.138	-5.483	9.621	-0.002	-0.002	-0.004
Si	29.87	-2.746	9.662	-0.001	0.004	-0.007
Si	32.62	-0.026	9.72	0.016	-0.003	0.001
Si	-29.922	2.717	9.737	-0.009	0.006	-0.003
Si	32.613	5.425	9.708	0.016	-0.002	0.001
Si	-29.92	8.167	9.724	0.008	-0.018	-0.009
Si	32.616	-5.444	9.716	0.007	-0.003	-0.006
Si	-29.912	-2.706	9.752	-0.028	-0.001	0.005
Si	-27.182	0.015	9.747	-0.01	0.007	0.003
Si	-24.478	2.738	9.743	-0.02	0.021	0.007
Si	-27.191	5.448	9.747	-0.017	-0.001	-0.003
Si	-24.446	-8.129	9.75	0.004	-0.009	-0.001
Si	-27.175	-5.417	9.756	0.01	-0.01	0
Si	-24.447	-2.69	9.721	-0.006	-0.008	-0.006
Si	-21.747	0.028	9.7	-0.007	-0.008	0.003
Si	-19.027	2.753	9.661	0.032	-0.014	0.004
Si	-21.746	5.476	9.725	-0.002	-0.001	0.002
Si	-19.031	-8.113	9.666	-0.009	0.017	-0.007
Si	-21.732	-5.403	9.705	0.003	-0.004	0
Si	-19.028	-2.678	9.663	0.005	0.008	0.004
Si	-16.313	0.051	9.61	-0.014	0.014	0.005
Si	-13.598	2.769	9.553	0	0.019	-0.001
Si	-16.313	5.482	9.601	0.002	-0.002	0
Si	-13.593	-8.117	9.544	0.006	0.009	-0.005
Si	-16.31	-5.377	9.616	-0.034	0.008	0.006
Si	-13.602	-2.664	9.554	-0.008	0.006	-0.003
Si	-10.888	0.063	9.493	-0.005	-0.004	-0.005
Si	-8.165	2.778	9.448	-0.01	0.001	0
Si	-10.872	5.491	9.498	-0.01	0	0.009
Si	-8.167	-8.131	9.472	0.019	-0.008	0.009
Si	-10.895	-5.4	9.517	0.002	0.011	0.007
Si	-8.181	-2.682	9.479	-0.004	-0.01	0.001
Si	-5.458	0.038	9.449	0.006	-0.001	0
Si	-2.731	2.749	9.451	-0.014	-0.002	0.008
Si	-5.46	5.463	9.441	0	0.004	0.009
Si	-2.735	8.166	9.428	0.013	0.003	0.001
Si	-5.457	-5.426	9.454	-0.001	0.002	0.006
Si	-2.717	-2.7	9.441	-0.005	-0.013	0.007
Si	1.379	-1.35	10.773	-0.001	-0.015	-0.007
Si	4.083	1.35	10.763	-0.007	0.007	-0.008
Si	1.364	4.089	10.773	-0.007	0.005	0
Si	4.089	6.792	10.764	-0.011	-0.016	0.001
Si	1.369	9.524	10.772	-0.007	-0.002	0
Si	4.103	-4.085	10.771	0.017	0.005	0.003
Si	6.807	-1.382	10.75	-0.004	0.004	-0.005
Si	9.519	1.322	10.754	0.002	0	-0.001
Si	6.803	4.057	10.759	-0.006	-0.003	-0.006
Si	9.529	6.772	10.764	-0.001	-0.006	0.001
Si	6.814	9.492	10.761	0.008	0.003	0.001
Si	9.53	-4.117	10.748	-0.009	0.003	-0.002
Si	12.238	-1.412	10.758	0.003	0.013	-0.005
Si	14.956	1.308	10.786	-0.005	0.001	0.003
Si	12.243	4.039	10.771	-0.008	0.003	0.007
Si	14.953	6.753	10.784	-0.001	-0.012	-0.004
Si	12.247	9.479	10.76	-0.003	0.004	-0.004
Si	14.947	-4.134	10.78	-0.01	0.003	-0.007
Si	17.647	-1.42	10.824	-0.01	0.006	0.005
Si	20.349	1.3	10.859	-0.005	0.003	-0.001
Si	17.658	4.025	10.815	-0.004	0.008	-0.001
Si	20.359	6.741	10.857	-0.002	0.008	-0.008
Si	17.657	9.463	10.822	0	-0.01	-0.005
Si	20.347	-4.138	10.867	-0.005	-0.001	0
Si	23.057	-1.42	10.911	0.004	-0.004	0.005
Si	25.773	1.306	10.956	0.006	-0.001	-0.001
Si	23.059	4.022	10.909	0.002	-0.001	-0.005
Si	25.751	6.751	10.964	-0.012	0.008	0.002
Si	23.043	9.462	10.912	-0.006	0.003	-0.001
Si	25.76	-4.129	10.957	0	0.003	0.007
Si	28.487	-1.39	10.995	-0.006	0.009	0.005
Si	31.232	1.339	11.037	0.004	-0.007	-0.002
Si	28.49	4.036	11.014	0.009	0.007	0.006
Si	31.231	6.78	11.048	0	0.003	-0.005
Si	28.488	9.485	11.011	-0.002	0.008	0.004
Si	31.228	-4.092	11.048	0.002	-0.002	0.009
Si	33.984	-1.366	11.094	0.019	-0.008	0.009
Si	-28.553	1.372	11.098	-0.012	0.002	0.001
Si	-31.302	4.076	11.071	0.001	0.008	0.006
Si	-28.558	6.814	11.088	-0.003	-0.001	0.005
Si	-31.292	9.522	11.078	-0.002	0.002	0.006
Si	-28.539	-4.057	11.111	0	0.002	-0.005
Si	-25.8	-1.331	11.096	0.004	0.008	-0.009
Si	-23.092	1.389	11.084	0	0.015	-0.005
Si	-25.826	4.1	11.106	-0.005	-0.001	0.001
Si	-23.084	-9.48	11.104	-0.001	0.014	0.013
Si	-25.803	-6.764	11.106	-0.012	-0.004	0.004
Si	-23.077	-4.037	11.075	0.001	-0.009	0
Si	-20.374	-1.319	11.043	0.004	-0.006	-0.004
Si	-17.656	1.407	11	-0.005	0.008	0.006
Si	-20.367	4.116	11.057	0.008	-0.003	0.006
Si	-17.658	-9.479	10.995	0.012	-0.003	-0.005
Si	-20.363	-6.749	11.055	0.011	-0.007	0.005
Si	-17.658	-4.027	11.003	0.014	-0.005	0.002
Si	-14.943	-1.308	10.945	0.006	-0.015	0.006
Si	-12.223	1.418	10.888	-0.009	-0.017	0.008
Si	-14.94	4.129	10.941	0.002	-0.015	0.006
Si	-12.219	-9.468	10.877	0.005	0.008	-0.006
Si	-14.944	-6.759	10.932	0	-0.005	-0.015
Si	-12.24	-4.03	10.89	-0.009	-0.008	0.002
Si	-9.524	-1.301	10.835	0.004	0.004	-0.005
Si	-6.797	1.419	10.797	0	-0.008	-0.007
Si	-9.501	4.132	10.835	0.023	0.005	0.001
Si	-6.787	-9.482	10.81	0.006	-0.003	-0.006
Si	-9.508	-6.754	10.841	-0.011	0.001	-0.003
Si	-6.8	-4.045	10.808	0.012	0.007	-0.002
Si	-4.072	-1.32	10.781	0.006	0.001	-0.009
Si	-1.353	1.387	10.784	-0.003	0.009	0.001
Si	-4.082	4.117	10.795	0.007	0	0.003
Si	-1.357	6.819	10.78	0.001	-0.006	-0.001
Si	-4.074	9.539	10.793	-0.004	0.006	0
Si	-1.347	-4.066	10.779	0.006	0.009	0.001
Si	2.727	0.007	12.137	0.007	0.008	0.012
Si	5.436	2.703	12.117	0.001	-0.005	0.008
Si	2.73	5.442	12.118	0.008	0.011	-0.006
Si	5.446	8.141	12.121	-0.007	-0.007	0
Si	2.737	10.88	12.118	0.001	0.004	-0.002
Si	5.454	-2.729	12.121	0.004	0.005	0.01
Si	8.153	-0.032	12.11	-0.002	0.002	0.001
Si	10.873	2.671	12.115	-0.006	-0.005	0
Si	8.161	5.408	12.115	-0.003	-0.002	0.003
Si	10.89	8.122	12.126	0.014	0.011	0.004
Si	8.173	10.845	12.108	0	-0.006	-0.001
Si	10.878	-2.773	12.117	0.006	-0.013	0.002
Si	13.587	-0.064	12.126	-0.001	-0.001	0
Si	16.304	2.655	12.174	0.008	0.008	-0.001
Si	13.595	5.392	12.144	0.015	0.008	0.001
Si	16.306	8.085	12.177	-0.001	0.01	0.001
Si	13.595	10.819	12.14	0.009	0.002	0.002
Si	16.286	-2.798	12.177	-0.008	-0.012	0.007
Si	18.991	-0.07	12.217	0.008	0	0.002
Si	21.69	2.651	12.256	0.007	-0.004	-0.005
Si	18.995	5.374	12.21	0.011	-0.01	-0.008
Si	21.69	8.081	12.268	0	-0.003	-0.005
Si	18.999	10.796	12.225	-0.003	0.012	0.004
Si	21.696	-2.798	12.265	0.009	0.003	-0.002
Si	24.41	-0.072	12.302	0.006	0.007	-0.002
Si	27.114	2.662	12.353	0.002	-0.009	0
Si	24.397	5.371	12.314	0.005	0.011	0.001
Si	27.104	8.108	12.34	0.001	-0.023	-0.008
Si	24.39	10.813	12.299	0.007	-0.011	-0.006
Si	27.118	-2.773	12.332	0	-0.003	-0.006
Si	29.849	-0.03	12.363	0.016	-0.001	-0.015
Si	32.596	2.702	12.396	0.006	0.003	-0.01
Si	29.854	5.397	12.377	0.001	0.002	0
Si	32.601	8.146	12.407	0.008	-0.008	-0.005
Si	29.853	10.845	12.378	-0.002	-0.002	-0.007
Si	32.595	-2.732	12.417	0.009	-0.002	-0.002
Si	35.358	0.003	12.438	-0.016	0.007	-0.004
Si	-27.188	2.737	12.456	-0.009	-0.001	-0.007
Si	-29.934	5.444	12.422	-0.007	0.007	-0.011
Si	-27.178	8.181	12.433	-0.004	-0.002	-0.018
Si	-29.92	10.889	12.44	0.01	0	0.002
Si	-27.162	-2.685	12.459	0.002	0.001	-0.001
Si	-24.44	0.033	12.463	-0.013	-0.012	-0.003
Si	-21.725	2.762	12.432	-0.009	0	0.007
Si	-24.454	5.473	12.448	-0.017	-0.019	-0.005
Si	-21.713	-8.095	12.437	0.001	0	-0.008
Si	-24.432	-5.384	12.446	-0.001	-0.004	-0.009
Si	-21.713	-2.669	12.429	-0.004	0.014	-0.009
Si	-19.018	0.066	12.378	0.01	0.002	-0.002
Si	-16.294	2.787	12.331	-0.002	0.005	-0.004
Si	-19.002	5.501	12.398	0.014	0.012	0.003
Si	-16.294	-8.097	12.329	-0.008	0.012	-0.004
Si	-19.006	-5.366	12.395	0.008	-0.001	-0.004
Si	-16.298	-2.651	12.332	-0.036	-0.004	-0.006
Si	-13.576	0.075	12.268	-0.006	-0.001	-0.007
Si	-10.852	2.795	12.219	0.003	0.002	0.002
Si	-13.573	5.516	12.262	0.008	0.018	-0.008
Si	-10.86	-8.096	12.212	0.005	0.006	0.002
Si	-13.596	-5.375	12.268	-0.017	-0.009	0.003
Si	-10.87	-2.649	12.213	-0.017	0	-0.002
Si	-8.151	0.076	12.159	-0.003	0	-0.004
Si	-5.424	2.76	12.156	-0.008	-0.007	0.001
Si	-8.128	5.487	12.177	-0.002	0.01	-0.001
Si	-5.415	-8.135	12.164	-0.003	-0.011	0.007
Si	-8.141	-5.392	12.187	0.007	0.004	0.01
Si	-5.424	-2.675	12.132	0.007	-0.002	-0.007
Si	-2.707	0.032	12.136	0.003	-0.013	-0.003
Si	0.007	2.743	12.136	-0.002	-0.002	0
Si	-2.703	5.464	12.14	-0.012	-0.003	-0.001
Si	0.017	8.165	12.126	-0.013	-0.004	0
Si	-2.699	-5.422	12.136	0.003	0.007	0.01
Si	0.022	-2.708	12.123	0.008	0.007	0.007
Si	1.363	1.382	13.487	-0.026	0.011	0.003
Si	4.073	4.069	13.466	-0.006	0.006	-0.01
Si	1.387	6.809	13.477	0.01	-0.023	0.001
Si	4.078	9.502	13.471	-0.007	0.018	-0.001
Si	1.389	-4.068	13.469	0.002	-0.01	-0.01
Si	4.092	-1.366	13.476	0.005	-0.019	0.002
Si	6.782	1.322	13.464	-0.011	0.011	-0.005
Si	9.498	4.02	13.468	0.007	-0.003	0.003
Si	6.795	6.763	13.469	0.005	-0.003	0.002
Si	9.523	9.486	13.473	-0.016	0.001	-0.003
Si	6.798	-4.126	13.452	0.014	0.002	-0.013
Si	9.491	-1.423	13.452	-0.005	0.015	-0.01
Si	12.216	1.29	13.468	0.008	-0.008	0.001
Si	14.944	4.028	13.517	-0.011	-0.012	-0.004
Si	12.229	6.749	13.5	-0.017	-0.002	0.008
Si	14.928	9.436	13.515	0.001	-0.007	-0.014
Si	12.217	-4.149	13.484	-0.003	-0.005	-0.006
Si	14.902	-1.441	13.516	-0.012	0.023	0.001
Si	17.627	1.286	13.577	-0.009	-0.001	0.011
Si	20.313	4.005	13.607	-0.007	0.022	-0.009
Si	17.645	6.73	13.582	-0.007	-0.011	-0.001
Si	20.324	9.424	13.635	0.006	-0.02	-0.008
Si	17.612	-4.183	13.565	0.009	0.001	-0.003
Si	20.325	-1.439	13.609	-0.009	0.001	0.002
Si	23.037	1.292	13.641	-0.014	0.002	-0.001
Si	25.74	4.015	13.709	0.006	-0.002	0.005
Si	23.02	6.717	13.667	0	-0.001	-0.01
Si	25.727	9.458	13.692	-0.026	0.022	0
Si	23.017	-4.175	13.669	0	0.007	0.005
Si	25.742	-1.444	13.696	0.016	-0.006	0.007
Si	28.479	1.31	13.725	0.004	-0.008	-0.004
Si	31.216	4.042	13.747	0.005	0	0.001
Si	28.454	6.74	13.706	-0.004	0.008	-0.005
Si	31.216	9.495	13.75	0.01	0.007	0.01
Si	28.472	-4.122	13.716	0	0.001	0.005
Si	31.204	-1.369	13.743	-0.016	0.024	0
Si	33.963	1.354	13.758	0.025	-0.016	-0.006
Si	-28.561	4.105	13.786	-0.015	0.008	0.013
Si	33.966	6.788	13.769	0.011	0.009	0
Si	-28.531	9.539	13.789	0.012	-0.025	-0.001
Si	33.975	-4.073	13.778	-0.014	-0.005	0.008
Si	36.75	-1.319	13.807	0.001	0.002	-0.006
Si	-25.814	1.392	13.818	-0.002	0.018	-0.004
Si	-23.081	4.126	13.8	-0.003	0.023	0.002
Si	-25.807	6.846	13.799	-0.016	0.02	0.008
Si	-23.051	-6.716	13.805	-0.007	0.004	-0.003
Si	-25.769	-4.016	13.818	0.001	-0.007	0.008
Si	-23.046	-1.308	13.814	0.013	-0.017	-0.013
Si	-20.355	1.41	13.789	0.014	-0.012	-0.002
Si	-17.627	4.139	13.737	0.028	-0.028	0.007
Si	-20.342	-9.444	13.785	-0.005	0.011	0.009
Si	-17.627	-6.723	13.719	0.003	-0.012	-0.005
Si	-20.342	-4.004	13.793	0.012	-0.012	-0.004
Si	-17.649	-1.292	13.707	0.006	0.004	-0.014
Si	-14.92	1.426	13.656	0.004	0.006	0.013
Si	-12.187	4.174	13.592	-0.024	0.006	0.004
Si	-14.919	-9.457	13.66	-0.001	0.001	-0.006
Si	-12.215	-6.736	13.581	0.013	0.003	-0.005
Si	-14.935	-4.017	13.664	0.006	0.008	0.001
Si	-12.2	-1.277	13.598	-0.003	-0.005	0.008
Si	-9.468	1.443	13.551	0.022	-0.03	0.003
Si	-6.756	4.132	13.522	0.002	0.011	-0.008
Si	-9.47	-9.455	13.526	0.01	-0.011	-0.014
Si	-6.76	-6.759	13.517	0.02	-0.005	0.005
Si	-9.49	-4.007	13.538	-0.01	0.009	0.002
Si	-6.764	-1.283	13.47	-0.001	-0.005	-0.017
Si	-4.042	1.411	13.497	0.008	0	0
Si	-1.335	4.115	13.496	-0.015	0.008	-0.001
Si	-4.041	6.819	13.507	0.019	0.004	-0.004
Si	-1.331	9.527	13.478	0.02	0	0.004
Si	-4.049	-4.031	13.47	-0.022	0.017	0.005
Si	-1.332	-1.332	13.467	0.004	-0.004	-0.004
Si	-0.004	0.034	14.84	-0.002	-0.016	0.007
Si	2.712	2.742	14.844	0.014	0.006	0.009
Si	0.049	5.457	14.843	-0.008	0.014	-0.006
Si	2.732	8.158	14.851	-0.008	-0.012	0.005
Si	0.051	-5.445	14.812	-0.007	0.018	0.005
Si	2.731	-2.708	14.836	-0.002	0.003	0.02
Si	5.441	-0.025	14.848	0.01	0.016	0.019
Si	8.124	2.667	14.828	0.008	0.006	0.005
Si	5.429	5.408	14.827	-0.012	-0.012	0.009
Si	8.151	8.13	14.809	0.012	0.01	0.003
Si	5.428	10.861	14.816	0.003	-0.009	0.005
Si	8.147	-2.792	14.815	-0.021	-0.013	0.009
Si	10.838	-0.075	14.804	0.006	0.002	0.012
Si	13.57	2.645	14.825	0.009	0.009	0.001
Si	10.851	5.373	14.82	-0.003	-0.006	0.002
Si	13.577	8.093	14.892	0.02	0.01	0.011
Si	10.867	10.825	14.859	0.003	0.005	0.008
Si	13.539	-2.808	14.875	0.002	-0.007	0.004
Si	16.245	-0.102	14.897	-0.008	-0.012	0.009
Si	18.96	2.645	14.978	0.023	-0.003	0.003
Si	16.283	5.365	14.93	0.002	0.007	0.001
Si	18.975	8.058	15.016	0.012	0.019	0.001
Si	16.268	10.744	14.924	-0.01	-0.003	0.007
Si	18.96	-2.837	14.937	0.005	0.005	0
Si	21.676	-0.079	14.99	0.016	0.007	0.002
Si	24.355	2.648	15.053	0.004	-0.004	0.004
Si	21.639	5.349	15.014	-0.004	-0.018	-0.001
Si	24.37	8.07	15.048	0.009	-0.005	-0.004
Si	21.674	10.75	15.037	0.004	0.004	0.003
Si	24.37	-2.826	15.049	0	-0.008	0.002
Si	27.119	-0.089	15.053	0.002	0.005	-0.008
Si	29.832	2.681	15.097	0.01	-0.01	0
Si	27.108	5.366	15.084	0.005	0.009	0
Si	29.814	8.101	15.052	-0.007	-0.015	-0.015
Si	27.085	10.828	15.05	0.025	-0.002	-0.004
Si	29.834	-2.751	15.075	0.009	0.002	-0.004
Si	32.556	0.016	15.096	0.003	-0.011	-0.013
Si	35.348	2.707	15.098	-0.023	0.006	-0.008
Si	32.594	5.394	15.099	0.003	0.006	-0.004
Si	35.358	8.157	15.102	-0.008	0.005	-0.013
Si	32.59	10.869	15.106	0.001	-0.011	0.005
Si	35.348	-2.68	15.113	0.014	-0.001	0.003
Si	38.116	0.037	15.199	-0.003	-0.004	0.016
Si	-24.435	2.755	15.163	-0.017	-0.01	0
Si	-27.188	5.481	15.135	0.009	-0.025	0
Si	-24.416	8.226	15.13	-0.006	-0.003	-0.015
Si	-27.136	10.912	15.128	-0.005	-0.001	0.003
Si	-24.384	-2.656	15.195	-0.012	0.005	-0.001
Si	-21.685	0.046	15.19	-0.009	0.003	0.002
Si	-18.984	2.788	15.121	0.011	0.019	0.009
Si	-21.715	5.515	15.138	-0.003	-0.004	-0.001
Si	-18.979	-8.039	15.12	0.03	0.006	-0.007
Si	-21.7	-5.336	15.183	-0.014	-0.014	-0.001
Si	-18.983	-2.611	15.13	0.015	0.02	-0.003
Si	-16.281	0.071	15.031	-0.029	-0.01	-0.006
Si	-13.549	2.831	14.952	0.015	-0.022	-0.001
Si	-16.251	5.517	15.067	-0.019	0.039	0.006
Si	-13.552	-8.073	14.98	-0.011	0.001	0.01
Si	-16.282	-5.349	15.076	-0.035	-0.016	0.016
Si	-13.561	-2.624	14.963	-0.011	0.003	-0.003
Si	-10.818	0.102	14.92	-0.019	0.003	0.009
Si	-8.102	2.806	14.903	-0.005	0.001	0.001
Si	-10.805	5.547	14.919	0.024	0.027	0.002
Si	-8.103	-8.121	14.881	-0.007	-0.002	0.011
Si	-10.849	-5.361	14.896	-0.006	-0.005	0.009
Si	-8.11	-2.611	14.837	0.022	0.017	0.005
Si	-5.41	0.062	14.833	-0.016	-0.02	0.012
Si	-2.682	2.767	14.862	0.005	-0.003	0.006
Si	-5.37	5.456	14.88	-0.012	-0.012	0.013
Si	-2.663	8.163	14.848	-0.018	-0.021	0.015
Si	-5.381	-5.389	14.834	0.007	0.012	0.012
Si	-2.684	-2.679	14.821	0.015	0.006	0.011
O	-0.275	-3.533	-5.439	-0.415	0.41	0.03
O	1.326	-0.86	22.937	0.311	0.505	0.154
O	3.088	-0.539	24.812	0.458	-0.651	0.143
O	4.102	0.854	22.925	-0.147	-0.466	0.045
O	1.133	4.015	23.173	0.01	0.306	0.575
O	-4.537	5.437	25.441	0.481	0.431	0.188
O	4.115	7.316	-7.031	0.286	-0.099	-0.337
O	4.508	7.313	23.065	-0.182	0.3	0.3
O	5.114	-2.958	22.155	0.016	-0.051	0.516
O	1.18	-6.927	22.966	0.098	0.083	0.226
O	1.868	-4.838	-6.359	0.088	0.026	0.717
O	11.051	-6.429	-6.107	0.205	-0.356	0.002
O	6.786	-1.028	23.094	-0.224	0.153	0.543
O	9.334	-1.387	23.18	0.022	-0.037	-0.305
O	8.565	1.013	22.89	-0.137	0.243	0.22
O	10.575	2.648	22.115	0.333	-0.069	0.223
O	5.531	2.723	21.922	-0.368	-0.123	0.319
O	7.711	4.097	22.423	0.174	-0.141	-0.035
O	11.495	5.652	-3.758	0.433	-0.298	0.607
O	9.37	6.048	23.006	0.31	0.094	0.499
O	6.854	6.304	23.397	0.114	-0.224	-0.022
O	8.199	-5.529	22.18	0.141	0.163	0.605
O	10.182	-3.81	22.814	0.17	-0.248	0.337
O	8.133	-0.225	25.265	0.322	-0.043	0.096
O	14.728	-6.605	23.878	-0.083	-0.706	-0.195
O	11.909	-1.755	23.079	0.258	-0.053	0.434
O	13.693	0.085	22.182	-0.208	0.262	0.611
O	13.2	-2.3	-3.794	0.125	-0.332	-0.257
O	12.37	4.347	22.889	-0.044	0.035	0.28
O	14.646	3.861	24.095	0.182	-0.445	-0.399
O	14.195	6.252	23.041	0.243	0.305	0.288
O	16.106	7.821	22.128	0.272	-0.251	-0.034
O	12.866	5.502	25.17	0.257	0.318	0.138
O	10.794	7.992	22.063	-0.121	-0.003	0.554
O	12.327	-6.444	22.884	-0.26	-0.003	0.113
O	13.9	-4.321	23.011	-0.414	0.23	0.351
O	15.992	-2.817	22.206	0.136	0.063	0.281
O	17.259	-0.709	23.043	-0.081	0.36	-0.01
O	20.035	0.396	22.936	-0.421	-0.473	-0.008
O	21.559	2.351	22.009	0.076	0.226	0.246
O	17.524	3.788	23.331	-0.355	-0.251	0.412
O	19.162	5.515	22.437	-0.376	-0.267	-0.238
O	20.83	7.358	23.25	0.321	-0.01	0.017
O	15.826	-1.538	-3.855	0.112	0.15	0.757
O	17.296	-6.672	23.495	0.688	0.276	0.419
O	26.48	1.88	-6.217	-0.261	0.234	0.088
O	23.092	-2.674	25.484	0.618	-0.058	-0.083
O	19.502	-4.652	22.938	-0.702	0.218	0.045
O	21.445	-2.958	22.126	0.164	-0.16	0.073
O	23.1	-1.301	23.08	0.385	0.348	0.031
O	25.34	1.192	23.357	-0.154	0.25	0.154
O	27.141	2.749	22.295	0.015	-0.017	0.282
O	23.084	3.72	23.479	-0.003	-0.289	0.507
O	19.49	6.548	-3.948	-0.124	-0.314	-0.052
O	24.847	5.357	22.852	-0.455	-0.555	-0.156
O	26.95	6.728	23.099	-0.081	0.438	0.446
O	22.567	-7.039	23.232	0.248	-0.138	0.143
O	24.343	-5.512	22.199	0.269	0.002	0.366
O	26.119	-3.874	23.122	-0.259	-0.414	0.511
O	25.475	8.107	-7.202	0.095	-0.238	-0.294
O	28.117	-2.152	23.138	0.007	-0.35	0.177
O	29.679	-0.269	22.137	0.089	-0.06	0.044
O	30.654	1.569	23.499	-0.149	0.808	0.279
O	28.849	1.041	25.572	-0.163	0.197	-0.404
O	28.834	4.863	22.796	0.418	0.204	-0.034
O	32.647	-2.563	25.16	0.357	0.043	0.585
O	-32.562	-8.06	22.008	-0.071	-0.171	0.375
O	-31.512	6.145	-5.362	0.306	0.259	-0.472
O	26.845	-2.908	25.414	0.033	0.345	0.259
O	30.313	-2.972	26.062	-0.363	-0.007	-0.39
O	31.799	-3.668	22.958	-0.001	0.297	0.183
O	-31.369	-2.081	23.018	-0.073	0.095	0.665
O	-29.958	-0.027	22.2	0.174	0.026	0.4
O	-28.25	1.741	23.091	0.398	0.225	0.13
O	-31.33	3.991	23.521	-0.368	-0.201	0.215
O	30.869	7.244	23.354	0.162	-0.236	0.404
O	-28.476	7.991	22.696	0.448	0.055	0.077
O	-29.471	-4.06	25.892	-0.348	-0.094	0.369
O	-29.138	-6.306	24.603	0.544	-0.005	0.605
O	-28.822	-4.095	23.286	0.053	0.123	0.307
O	-27.151	-2.535	22.219	0.275	0.11	0.171
O	-25.671	-0.379	22.821	-0.245	0.385	0.391
O	-23.36	-1.09	23.805	0.273	0.007	-0.557
O	-23.74	1.388	23.33	-0.438	0.296	0.178
O	-26.713	1.231	-5.41	0.089	-0.463	-0.193
O	-26.196	3.934	23.258	-0.53	-0.301	-0.058
O	-24.39	5.593	22.314	-0.1	-0.132	0.072
O	-22.58	7.29	23.216	0.347	0.032	0.205
O	-25.961	-7.443	23.049	0.01	-0.124	-0.049
O	-24.544	-5.425	22.253	-0.015	-0.033	0.449
O	-23.381	-3.694	23.686	-0.134	-0.145	0.383
O	-21.046	-3.319	-7.262	0.284	0.627	-0.097
O	-14.944	7.632	-3.559	-0.164	-0.212	0.023
O	-16.325	2.633	22.272	-0.191	0.265	0.626
O	-15.542	-4.486	-6.036	0.212	-0.028	-0.507
O	-21.709	2.952	22.509	0.235	-0.021	0.201
O	-19.967	4.749	23.364	-0.072	-0.063	0.566
O	-18.144	6.34	22.478	-0.235	-0.289	-0.067
O	-20.508	0.51	-5.402	-0.32	0.261	-0.123
O	-19.905	-7.162	23.692	-0.498	-0.307	0.317
O	-18.761	-7.783	-6.562	0.152	0.019	-0.261
O	-12.438	-1.787	24.91	0.347	0.314	-0.178
O	-13.261	0.216	22.178	0.069	-0.194	0.682
O	-14.433	-1.807	23.106	-0.23	0.085	0.669
O	-11.485	1.88	23.163	0.355	0.012	0.177
O	-9.585	5.972	25.72	-0.632	-0.161	0.203
O	-12.134	4.225	24.094	0.381	0.225	-0.113
O	-14.545	4.491	23.034	0.032	0.034	0.385
O	-12.687	6.441	22.815	-0.35	-0.046	0.537
O	-22.783	7.175	-6.393	0.246	0.338	-0.533
O	-14.892	-6.566	23.145	0.514	0.189	0.214
O	-12.366	-3.615	23.045	0.346	-0.557	0.241
O	-8.28	-0.142	22.103	0.204	-0.297	0.44
O	-5.348	2.94	25.052	-0.235	-0.018	0.739
O	-6.667	1.821	23.009	0.029	0.441	0.288
O	-10.881	2.602	25.742	0.169	-0.026	0.125
O	-9.057	4.657	23.478	-0.557	-0.025	0.548
O	-7.557	5.962	22.026	0.244	0.219	0.132
O	-5.557	8.091	22.062	0.066	-0.161	0.593
O	-10.804	-8.066	22.136	-0.006	0.134	0.135
O	-9.158	-6.365	23.073	-0.173	0.003	0.367
O	-7.257	-4.705	22.458	-0.146	0.009	0.258
O	-5.445	-2.855	21.952	-0.041	-0.007	0.287
O	-3.601	-1.425	22.93	-0.078	-0.483	0.394
O	-2.728	3.618	24.808	0.36	-0.198	-0.228
O	-5.757	0.829	-3.909	0.723	0.326	-0.01
O	0.269	1.813	22.289	0.219	0.215	-0.177
O	-8.312	0.632	-3.384	-0.002	0.056	0.168
O	-2.29	-4.344	-3.941	-0.197	-0.276	0.7
O	-2.505	5.62	22.162	0.049	-0.004	0.539
O	-3.994	-6.262	22.922	-0.366	0.125	0.741
O	-5.342	-4.614	26.058	-0.062	0.239	-0.394
O	-2.211	-4.245	22.757	0.036	0.195	0.21
O	-0.165	-2.723	22.039	-0.141	0.061	0.174
O	1.964	-0.324	-4.262	-0.172	-0.021	0.062
O	1.892	-2.207	-6.132	-0.235	0.318	-0.559
O	3.934	4.949	-5.839	-0.238	-0.516	-0.344
O	4.177	-1.06	-5.559	0.223	0.218	0.184
O	2.809	5.588	22.088	-0.204	0.003	0.509
O	6.05	7.787	25.291	-0.303	0.393	0.283
O	4.596	1.562	25.435	0.248	0.178	-0.125
O	11.28	-3.899	-5.599	0.476	0.239	-0.355
O	6.406	-2.097	-6.493	-0.001	0.051	0.146
O	13.834	0.077	-4.498	-0.196	-0.039	0.612
O	15.842	2.133	22.144	0.092	-0.078	0.344
O	10.981	0.77	-7.012	0.202	-0.429	-0.379
O	6.517	-7.359	22.983	-0.055	0.302	0.226
O	9.673	5.013	-5.487	-0.497	0.507	-0.106
O	13.073	-5.784	-4.619	0.336	0.367	-0.216
O	12.765	-5.476	25.234	0.281	0.263	0.329
O	12.646	2.282	-5.746	-0.031	0.416	0.203
O	16.442	4.827	25.734	-0.327	0.141	-0.025
O	15.034	4.877	-5.516	-0.675	0.056	-0.035
O	18.735	5.605	25.02	0.442	0.491	0.008
O	10.512	3.235	-7.113	-0.195	-0.215	0.103
O	16.155	-6.94	26.004	-0.255	-0.037	0.267
O	20.224	-6.679	24.446	-0.44	-0.047	0.006
O	12.734	8.077	-3.654	0.198	-0.002	0.526
O	4.72	-7.751	-3.121	-0.159	-0.064	0.418
O	16.489	-5.582	-3.853	0.14	0.333	-0.056
O	16.191	2.157	25.56	0.226	-0.133	-0.446
O	19.05	-0.082	-7.045	-0.241	-0.417	-0.192
O	20.359	1.109	-5.119	0.133	-0.163	0.412
O	20.812	6.707	-1.647	0.446	-0.066	-0.081
O	25.7	-1.35	23.645	-0.276	0.011	-0.367
O	26.202	5.167	-5.743	0.05	0.099	-0.5
O	16.78	-6.419	-6.457	0.036	0.495	-0.01
O	18.64	-4.853	25.509	0.057	-0.334	0.42
O	22.052	8.159	25.523	-0.138	0.257	0.558
O	16.221	-0.416	25.564	-0.213	-0.038	-0.155
O	18.044	2.038	-5.941	-0.116	0.352	0.473
O	21.804	3.669	26.15	0.406	-0.175	-0.334
O	23.253	5.999	24.828	-0.343	0.064	-0.31
O	24.979	4.137	25.362	-0.39	-0.459	0.292
O	28.739	6.14	-5.723	-0.211	0.352	0.185
O	25.543	-2.899	-3.627	-0.299	0.546	-0.479
O	28.446	6.972	-1.664	0.357	0.157	0.23
O	30.006	-5.438	22.207	-0.232	0.331	0.169
O	23.171	-5.231	26.053	-0.116	-0.488	-0.526
O	-32.171	0.23	-3.259	-0.239	-0.021	-0.616
O	29.71	-0.554	-3.532	0.347	-0.44	-0.066
O	30.319	-7.538	25.53	0.027	-0.041	-0.017
O	-30.234	5.33	25.572	0.173	-0.125	0.034
O	-21.897	-1.67	-5.32	0.31	0.003	0.402
O	-32.482	7.213	-3.219	-0.106	0.07	-0.165
O	-0.444	-6.11	-4.919	-0.391	-0.149	-0.285
O	-19.124	6.565	-4.865	0.038	0.177	0.409
O	-29.414	4.472	-6.847	-0.195	-0.074	0.59
O	31.709	-4.112	-6.469	-0.447	-0.026	0.626
O	-30.009	-1.44	-3.587	-0.131	0.175	-0.223
O	-30.955	-3.931	-7.056	-0.208	-0.118	-0.587
O	-28.436	-6.796	-2.669	0.011	-0.238	0.138
O	-28.66	0.3	25.228	0.291	-0.295	-0.339
O	-27.145	7.945	25.153	-0.325	-0.348	-0.328
O	-24.562	3.484	25.31	0.238	-0.64	-0.43
O	-25.432	-6.398	25.408	0.23	0.29	-0.231
O	-30.356	7.675	24.356	-0.574	-0.442	-0.343
O	-28.486	-4.961	-6.938	0.222	0.091	0.127
O	-29.817	5.66	22.221	-0.099	-0.16	0.094
O	27.716	-7.309	-3.237	-0.411	0.023	-0.059
O	-26.691	-4.936	-3.349	0.357	-0.136	-0.43
O	-23.719	7.181	-3.949	0.333	0.231	0.696
O	-27.006	2.414	25.237	0.205	-0.479	0.631
O	-24.343	-2.272	25.911	-0.519	-0.497	0.425
O	-25.233	0.098	25.294	-0.267	0.49	0.018
O	0.183	-4.532	-3.017	0.237	0.441	0.153
O	-26.656	4.992	25.653	-0.293	0.14	-0.242
O	11.122	-7.563	25.771	0.309	-0.17	-0.599
O	-15.965	-6.851	-5.073	-0.056	0.21	0.5
O	-18.726	-5.227	22.426	0.076	0.134	0.137
O	-25.559	5.359	-3.355	-0.416	0.37	-0.17
O	-23.178	-6.807	-5.236	-0.05	0.075	0.011
O	-18.259	-0.914	-5.107	-0.064	-0.323	-0.702
O	-18.374	1.694	-4.614	0.27	-0.173	0.269
O	-14.994	-2.047	-6.587	-0.266	-0.203	-0.425
O	-18.485	0.679	-7.062	-0.279	-0.05	-0.406
O	1.774	6.085	-6.778	-0.115	0.341	-0.534
O	-17.495	4.68	24.303	0.25	-0.405	-0.169
O	-16.025	7.948	21.806	0.048	-0.118	0.312
O	6.591	-4.657	-6.388	-0.743	0.056	0.038
O	-16.768	7.016	-5.619	0.223	-0.373	0.188
O	-16.752	-3.723	23.382	-0.038	0.361	0.131
O	-22.675	0.531	-3.965	0.025	0.47	-0.006
O	-18.851	-2.692	-3.346	-0.412	-0.025	-0.476
O	-15.271	1.171	-2.307	0.734	0.018	-0.335
O	-8.447	3.577	25.699	0.568	-0.229	-0.026
O	-14.788	-0.547	-4.07	-0.109	-0.52	-0.387
O	30.966	1.718	-3.576	-0.081	0.542	0.106
O	-14.859	-1.348	-1.515	-0.128	-0.03	-0.244
O	-2.382	7.552	-1.159	-0.291	-0.319	-0.028
O	-10.733	5.546	-3.592	0.265	0.508	-0.345
O	-16.751	5.622	-0.256	-0.175	-0.07	-0.609
O	-10.373	-2.236	22.065	0.163	-0.177	0.623
O	23.716	-7.284	-5.243	0.458	0.426	0.548
O	-21.23	5.169	-5.498	-0.045	-0.306	-0.214
O	-6.587	0.572	25.242	-0.579	0.213	0.33
O	-6.886	-0.943	-5.531	0.065	-0.049	0.087
O	-6.418	1.584	-6.264	-0.106	0.119	0.329
O	-8.454	4.477	-6.103	-0.027	-0.244	0.281
O	0.651	-0.36	25.57	-0.647	0.224	-0.159
O	-7.089	5.78	25.144	0.148	0.347	-0.275
O	19.289	-3.446	-1.208	-0.122	-0.423	-0.136
O	-7.251	-5.897	24.769	0.224	-0.668	0.086
O	-6.968	6.724	-6.385	0.237	0.14	0.209
O	-7.906	-1.785	25.395	0.088	0.244	-0.612
O	-7.379	-3.497	-6.031	-0.002	-0.376	0.3
O	-2.876	-1.879	-4.608	0.533	0.084	0.36
O	-4.353	0.928	23.786	0.017	0.146	-0.233
O	-3.501	-6.086	-7.145	0.5	0	-0.237
O	1.234	1.459	-5.99	0.136	-0.316	-0.107
O	-1.102	2.618	-5.623	-0.561	0.407	-0.106
O	-26.981	3.829	-6.063	0.26	-0.147	0.473
O	-6.009	4.197	-6.502	0.323	0.163	-0.263
O	-0.005	-7.598	25.132	-0.101	0.137	0.173
O	-1.452	-6.6	23.283	-0.083	0.091	0.087
O	-2.942	-5.272	25.092	0.178	0.006	0.224
O	-3.685	7.907	-5.916	0.32	-0.276	-0.014
O	-16.515	2.412	-7.127	-0.113	0.339	-0.221
O	1.256	-7.354	-6.452	-0.205	-0.557	-0.205
O	1.287	4.224	-1.463	0.119	-0.164	-0.679
O	0.147	1.543	-3.614	0.053	0.184	0.313
O	2.762	2.106	-3.853	-0.015	0.215	0.389
O	4.368	3.416	-2.242	-0.638	-0.109	0.366
O	-0.429	4.655	25.669	-0.075	0.46	-0.645
O	3.703	-3.528	25.762	0.29	0.01	-0.733
O	4.011	-6.91	-5.389	0.315	0.468	-0.058
O	1.923	-7.141	-3.875	-0.048	0.24	0.429
O	17.77	-7.789	-4.505	0.402	0.294	0.183
O	8.465	-6.42	-6.488	0.058	0.133	-0.069
O	2.866	-2.624	-3.705	0.087	-0.357	-0.413
O	3.994	-1.141	-1.928	-0.127	-0.013	-0.143
O	5.145	3.025	-4.672	0.027	-0.376	-0.205
O	-0.097	6.343	-0.876	0.482	0.4	0.2
O	-11.926	-3.994	-6.183	0.226	0.305	0.003
O	-20.093	-1.057	23.815	-0.19	-0.034	0.173
O	6.56	5.036	-5.807	0.362	0.265	0.368
O	8.653	7.772	25.837	-0.238	0.391	-0.486
O	7.981	2.807	-0.548	-0.153	0.023	-0.451
O	10.253	3.248	-3.539	-0.278	0.027	-0.081
O	-32.048	4.277	-7.192	-0.555	-0.328	-0.244
O	-8.139	-7.193	-6.959	0.03	0.147	0.447
O	14.514	-6.578	-2.514	-0.643	-0.1	0.343
O	14.56	-2.086	-6.063	-0.63	-0.362	-0.23
O	10.241	0.755	-4.374	-0.255	-0.012	0.121
O	12.118	1.613	-2.685	0.272	-0.537	-0.245
O	13.637	3.601	-3.474	-0.243	0.219	0.067
O	17.077	6.666	-2.885	0.091	0.361	0.226
O	8.937	5.476	-3.074	-0.256	-0.421	0.196
O	7.352	7.586	-3.348	-0.367	-0.41	-0.435
O	16.178	-4.644	24.883	-0.639	0.387	0.055
O	17.395	6.113	-5.436	0.042	0.027	0
O	10.034	7.765	-3.791	-0.122	0.474	-0.305
O	15.069	-7.554	-4.832	-0.059	-0.413	-0.376
O	-24.717	2.393	-6.495	0.305	0.51	0.007
O	23.413	-4.059	-2.528	-0.352	0.342	-0.27
O	17.061	4.133	-7.062	0.371	0.18	-0.426
O	8.202	4.447	24.875	0.201	-0.327	0.076
O	-12.1	-7.975	-4.936	0.376	-0.425	-0.065
O	17.02	-6.501	-1.437	0.182	0.139	-0.162
O	15.183	2.3	-5.019	0.569	-0.345	-0.251
O	-27.484	6.439	-6.321	-0.417	0.052	0.291
O	22.329	0.113	-3.161	0.126	-0.478	-0.36
O	21.066	-4.196	24.918	-0.172	0.477	-0.398
O	21.223	-1.052	24.873	-0.272	-0.384	0.467
O	29.152	-6.517	-5.208	0.485	-0.079	0.098
O	18.939	2.833	-0.46	0.139	0.288	-0.523
O	20.062	3.617	24.086	0.116	-0.028	-0.52
O	23.032	1.249	-5.337	0.465	-0.225	-0.184
O	32.116	-6.68	-2.509	-0.185	0.279	-0.555
O	27.46	5.406	-3.507	-0.315	-0.129	-0.178
O	24.751	1.037	-3.334	-0.239	0.017	-0.317
O	24.002	6.543	-5.639	-0.457	0.073	0.313
O	23.921	4.169	-6.624	0.179	-0.107	-0.104
O	31.476	7.516	-0.983	-0.442	0.251	-0.098
O	18.768	-0.125	25.121	-0.047	0.25	0.27
O	22.654	2.716	-3.176	-0.638	-0.276	0.273
O	21.766	5.24	-3.57	-0.311	-0.249	-0.199
O	28.144	-2.597	-3.145	0.469	-0.41	0.144
O	27.054	-0.289	-3.294	-0.081	-0.286	-0.099
O	17.146	-2.228	-5.996	0.497	-0.339	-0.171
O	24.282	4.562	-3.98	0.332	-0.279	0.084
O	-30.827	5.159	-3.047	0.054	0.056	0.086
O	-2.517	6.349	-4.208	-0.041	-0.615	0.226
O	-4.71	-3.211	-3.286	-0.353	-0.207	0.085
O	-31.46	-4.693	-2.113	0.137	0.208	0.177
O	2.992	-5.13	22.125	-0.13	-0.236	0.199
O	-17.326	3.02	-2.665	-0.291	0.311	0.072
O	6.91	2.739	-6.829	0.057	-0.043	0.63
O	-11.235	-3.137	-3.672	-0.192	-0.113	0.361
O	-27.409	-2.453	-3.939	0.124	0.639	0.558
O	-28.435	2.157	-0.977	0.001	0.541	-0.103
O	2.167	1.887	24.295	-0.061	0.19	0.274
O	-27.547	4.954	0.118	-0.146	0.272	0.28
O	-28.905	6.581	-1.144	-0.274	0.438	-0.534
O	-20.009	-1.763	-1.169	-0.053	0.282	-0.493
O	8.141	-2.719	-0.619	0.167	0.083	-0.586
O	-29.903	7.566	-3.771	0.337	-0.222	0.195
O	-12.518	1.855	-1.534	-0.444	0.271	-0.044
O	-29.155	-2.589	-5.801	0.164	0.225	-0.01
O	21.705	7.875	-3.92	0.454	0.122	0.136
O	4.951	0.896	-0.631	0.593	0.131	0.053
O	-29.605	2.79	25.117	-0.053	-0.019	0.151
O	-7.76	8.135	-3.509	0.114	0.325	-0.655
O	28.924	1.191	-5.297	-0.025	-0.243	-0.447
O	-27.849	4.485	-2.422	-0.357	0.188	-0.559
O	-23.057	4.806	-2.859	-0.04	-0.46	-0.268
O	-22.243	7.968	25.806	0.507	0.136	-0.034
O	6.691	-6.505	-4.474	-0.22	0.571	0.066
O	-19.404	4.063	-3.971	-0.399	-0.174	0.098
O	25.729	-3.915	-1.265	0.317	-0.193	-0.388
O	-3.06	-7.563	-3.498	0.068	0.467	-0.279
O	-25.924	-3.904	-5.71	-0.268	-0.099	-0.085
O	-23.471	-1.206	-2.206	0.342	-0.126	-0.204
O	-26.071	2.817	-3.467	0.468	0.149	-0.18
O	-19.018	6.901	24.809	-0.518	-0.4	0.483
O	-17.067	-0.806	-2.776	-0.301	0.346	0.019
O	10.481	-2.446	-3.659	-0.379	0.407	0.444
O	-13.783	-3.286	-4.503	-0.136	0.033	0.584
O	-18.068	-5.433	-5.545	-0.145	0.475	0.47
O	-14.354	7.744	-6.153	-0.214	-0.203	-0.413
O	-25.287	8.003	-5.844	-0.125	0.167	0.084
O	-18.506	-7.192	26.16	0.019	-0.179	0.181
O	-13.278	-3.052	-0.439	0.097	0.081	-0.573
O	-6.499	0.942	-1.406	0.251	0.099	-0.131
O	-17.133	1.319	-0.725	-0.011	-0.79	-0.45
O	-30.03	4.202	-0.738	0.243	-0.588	-0.501
O	-13.377	2.075	24.988	-0.388	-0.271	-0.193
O	-5.128	7.245	-3.787	0.11	0.119	-0.271
O	-12.406	5.607	-5.563	-0.266	0.207	0.192
O	-17.021	3.914	-5.071	0.147	0.495	0.076
O	24.182	-1.848	-1.438	0.37	0.236	-0.098
O	-0.182	7.68	-4.572	-0.221	-0.046	0.117
O	26.572	-6.639	-5.577	-0.551	-0.019	0.173
O	27.041	2.249	-3.679	0.104	0.529	0.254
O	-9.222	-1.66	-6.506	-0.072	-0.579	-0.453
O	-0.202	5.356	-3.36	0.21	-0.382	-0.266
O	20.365	1.092	-1.611	-0.038	0.338	-0.445
O	-10.544	1.945	-3.28	0.39	0.62	0.432
O	-15.297	1.941	-4.838	0.074	-0.139	0.23
O	-15.342	-8.134	25.225	-0.158	-0.156	0.15
O	-20.799	6.07	-3.001	0.501	0.617	0.304
O	-18.473	0.538	22.503	-0.024	-0.022	0.284
O	-12.527	3.692	-3.518	-0.576	0.058	-0.086
O	-8.981	-3.965	24.265	-0.325	0.246	-0.558
O	-5.347	-1.609	25.872	-0.097	-0.483	-0.394
O	-8.716	-2.415	-4.063	0.303	-0.352	0.131
O	-10.6	-0.651	-3.525	-0.778	0.032	-0.077
O	-15.805	3.002	25.616	-0.081	-0.33	-0.214
O	-2.268	0.59	-4.307	-0.354	-0.013	0.535
O	-5.341	5.3	-0.319	-0.045	0.073	-0.128
O	-1.913	1.595	-1.179	-0.224	-0.121	-0.689
O	-13.908	5.935	25.041	-0.139	-0.347	0.342
O	-2.194	2.963	-3.354	-0.506	0.241	-0.51
O	-8.97	-6.777	-1.352	0.381	0.206	-0.075
O	-22.812	0.501	-6.601	0.165	-0.366	-0.487
O	-0.988	-6.782	-2.169	0.135	-0.424	-0.096
O	-21.781	-2.488	25.331	0.182	-0.584	0.467
O	-25.229	0.379	-3.312	-0.18	-0.339	-0.095
O	-3.468	-6.438	-1.224	0.157	0.108	-0.192
O	28.804	-7.368	23.345	-0.306	-0.064	0.286
O	23.343	-6.531	-1.526	0.275	-0.26	-0.4
O	1.603	-1.903	-1.348	-0.233	-0.302	-0.331
O	-0.034	-0.07	-0.45	0.198	0.207	-0.544
O	2.762	2.499	-0.281	-0.003	0.034	-0.41
O	-32.062	3.665	-4.723	0.034	-0.533	-0.307
O	0.775	3.699	-7.169	0.19	-0.121	-0.501
O	-3.801	3.455	-1.273	-0.393	-0.295	-0.535
O	2.684	8.097	-0.449	0.125	0.102	-0.561
O	1.332	-6.15	-1.245	0.406	-0.003	-0.336
O	3.081	7.06	-4.639	-0.358	-0.36	0.368
O	-6.767	6.751	-1.719	-0.199	0.039	-0.126
O	5.077	0.929	-3.165	0.031	-0.242	-0.46
O	-22.546	6.619	-1.074	-0.043	0.23	-0.306
O	20.411	-1.457	-2.469	0.183	-0.267	-0.343
O	6.552	-0.864	-1.619	0.152	-0.028	-0.435
O	8.681	-3.294	-5.694	-0.222	-0.458	0.281
O	6.343	4.773	-1.192	0.157	0.516	-0.495
O	4.071	6.02	-1.364	-0.144	0.198	-0.625
O	5.318	5.426	-3.573	0.213	0.437	0.024
O	6.01	-7.129	-7.009	0.315	-0.48	-0.35
O	31.734	0.926	-1.128	-0.046	-0.782	-0.015
O	3.509	-3.684	-1.373	0.093	-0.122	-0.613
O	5.242	-5.372	-0.467	0.205	-0.276	-0.33
O	23.194	4.611	-1.468	-0.022	0.202	-0.191
O	9.674	-4.73	-1.379	-0.148	-0.441	-0.517
O	9.702	1.309	-1.779	-0.278	-0.649	-0.178
O	11.869	-1.379	-1.65	-0.301	0.471	-0.377
O	14.452	1.955	-1.471	0.187	-0.024	-0.536
O	12.551	3.743	-1.193	0.186	0.115	-0.298
O	9.065	7.391	-1.313	-0.373	0.732	0.094
O	10.82	5.529	-0.496	-0.022	-0.031	-0.295
O	13.472	8.023	-0.547	0.238	-0.057	-0.544
O	-4.51	4.227	23.014	-0.65	-0.015	0.116
O	10.639	-5.578	-3.659	-0.349	-0.365	0.033
O	11.709	-6.456	-1.395	-0.386	-0.339	-0.377
O	13.791	-2.64	-0.491	-0.021	-0.062	-0.016
O	15.529	-4.354	-1.569	0.004	0.353	-0.354
O	-31.25	-4.524	24.104	-0.428	-0.435	-0.053
O	17.967	-1.245	-1.497	-0.419	0.504	-0.373
O	17.339	4.806	-1.093	-0.117	0.05	-0.349
O	-10.212	-2.744	26.204	-0.063	0.028	0.228
O	15.047	6.046	-1.421	-0.351	-0.268	0.002
O	16.088	4.242	-3.242	0.551	-0.36	-0.207
O	-30.053	0.489	-1.855	0.255	-0.192	0.378
O	-10.205	-7.105	-3.518	0.332	0.149	-0.61
O	23.846	-0.168	25.161	0.01	0.457	0.826
O	21.546	3.059	-6.5	-0.583	0.182	-0.055
O	21.278	-5.052	-1.286	0.124	-0.171	-0.267
O	-32.233	-1.833	-6.051	0.38	0.374	0.111
O	20.937	1.423	25.196	0.681	-0.09	0.09
O	-10.808	3.627	-5.506	-0.223	-0.552	0.079
O	27.303	-2.599	-5.664	0.301	-0.025	-0.117
O	24.591	2.724	-0.348	-0.143	-0.099	-0.462
O	18.992	-8.103	-0.594	0.024	-0.068	-0.156
O	-12.256	-5.454	-4.027	-0.422	0.141	0.419
O	24.674	7.991	-0.384	-0.195	0.036	-0.292
O	-16.455	-3.119	25.969	-0.359	0.273	-0.178
O	-11.829	-5.752	26.181	0.089	0.166	-0.407
O	-21.682	-0.003	-0.219	0.177	-0.084	0.003
O	22.098	-0.447	-0.643	0.088	0.618	0.175
O	-23.775	-3.566	-1.122	0.21	0.224	-0.217
O	26.437	1.226	-1.293	0.73	0.033	-0.107
O	22.013	-5.872	-3.706	-0.449	0.369	-0.543
O	-31.867	-3.942	-4.563	-0.158	-0.035	0.062
O	30.027	2.715	-0.275	-0.331	-0.289	-0.448
O	26.153	5.968	-1.208	-0.229	-0.306	-0.322
O	28.274	4.39	-1.222	0.034	-0.031	-0.286
O	31.294	5.351	-5.757	-0.09	-0.088	0.12
O	-29.434	-3.998	-3.599	0.434	-0.25	0.172
O	27.399	-5.468	-0.188	-0.348	0.192	-0.335
O	29.267	-6.978	-1.123	0.657	-0.107	-0.082
O	-26.906	-4.322	26.202	0.088	0.02	-0.26
O	29.989	-2.687	-0.12	0.127	-0.024	-0.198
O	31.304	0.122	-5.582	0.45	0.25	-0.167
O	-28.089	-4.703	-1.049	-0.26	-0.12	-0.032
O	-6.559	-3.4	-1.345	-0.167	0.103	-0.381
O	-32.219	2.807	-2.334	0.182	-0.027	0.468
O	-23.609	-3.062	-6.636	-0.241	0.657	0.206
O	-32.339	5.509	-0.2	-0.314	-0.013	-0.216
O	-30.149	-7.896	-0.045	0.015	0.082	-0.483
O	-32.232	-6.171	-0.135	-0.33	0.092	0.258
O	31.403	-4.485	-1.171	-0.363	0.18	-0.594
O	-30.661	-6.266	-4.042	-0.622	-0.178	0.07
O	-31.574	-1.485	-1.344	-0.341	-0.089	-0.053
O	-29.753	-2.844	-0.199	0.24	0.287	-0.127
O	12.045	-3.958	-2.177	0.491	-0.084	0.395
O	-27.191	0.009	-0.164	-0.101	-0.208	-0.613
O	28.857	6.744	24.811	-0.25	-0.084	0.62
O	-22.797	5.482	25.123	0.432	-0.245	-0.371
O	-0.557	7.348	22.871	0.339	-0.411	0.005
O	-23.492	1.311	-1.479	-0.214	0.56	-0.494
O	10.247	-5.144	25.92	-0.313	-0.479	-0.143
O	-24.48	-8.131	-0.231	0.019	-0.004	-0.333
O	-6.998	5.548	-4.174	-0.257	-0.565	0.125
O	-26.214	-6.478	-1.257	0.161	0.111	-0.466
O	-25.779	-1.908	-1.162	-0.194	-0.194	-0.25
O	-4.603	-1.508	-1.251	-0.148	0.515	-0.375
O	-27.865	0.896	-3.174	0.064	-0.606	-0.002
O	17.71	-2.504	24.798	0.023	-0.071	-0.142
O	-21.126	4.404	-1.017	-0.148	0.069	-0.388
O	-16.167	-5.581	25.169	0.12	-0.123	0.643
O	-23.833	5.019	-5.394	-0.21	-0.285	-0.293
O	27.4	-4.781	-4.081	0.082	-0.052	0.202
O	-20.179	-6.754	-1.35	0.312	-0.204	-0.59
O	-20.547	-6.395	-5.283	0.168	-0.126	-0.117
O	-22.196	-5.464	-0.464	-0.301	-0.711	0.163
O	-22.017	-6.073	-3.076	-0.599	-0.387	0.047
O	-12.687	-7.502	-2.507	0.064	0.385	0.21
O	30.237	8.026	-3.203	-0.008	-0.018	-0.448
O	-19.231	2.769	-0.177	0.146	0.235	-0.607
O	-9.917	0.706	-5.601	-0.199	0.178	-0.049
O	-12.852	1.19	-4.126	0.366	-0.36	-0.071
O	-15.375	3.448	-1.037	0.531	-0.106	-0.298
O	-18.783	7.751	-0.244	0.109	0.1	-0.651
O	-4.077	-3.885	-5.771	-0.268	0.111	-0.068
O	-13.836	7.009	-1.153	-0.439	-0.393	0.074
O	-15.034	-7.081	-1.429	-0.372	0.132	-0.33
O	-18.179	-3.649	-1.033	0.361	0.312	-0.216
O	-16.46	-5.425	-0.265	-0.02	-0.001	-0.442
O	16.186	0.181	-0.498	0.067	-0.084	-0.248
O	11.742	7.227	-5.866	0.34	0.232	-0.079
O	10.443	-2.622	25.155	0.029	0.464	0.47
O	-11.14	-5.153	-0.537	-0.212	0.21	-0.611
O	-8.149	2.647	-0.398	-0.156	0.12	-0.143
O	-9.496	4.46	-1.544	0.052	-0.171	-0.627
O	-11.616	5.729	-1.016	0.048	-0.763	-0.205
O	-19.326	-2.464	25.935	0.683	0.054	-0.405
O	-12.742	-8.118	25.502	0.048	0.047	-0.614
O	-29.841	2.703	-3.324	0.123	-0.076	-0.595
O	-10.974	-0.062	-0.56	0.026	0.256	-0.298
O	26.391	0.159	25.607	0.003	-0.416	0.375
O	-9.728	-2.15	-1.585	0.546	-0.171	-0.161
O	31.333	1.672	25.926	-0.114	0.071	0.007
O	30.532	7.83	-6.498	0.324	0.148	-0.167
O	-30.492	-6.623	22.582	0.288	0.308	0.119
O	-1.877	-0.465	-6.633	0.416	-0.383	0.087
O	-24.612	7.448	24.84	-0.229	-0.345	0.061
O	1.491	-2.715	24.858	-0.398	-0.408	-0.334
O	28.155	-7.82	-7.297	-0.069	-0.528	-0.009
O	-17.377	-7.473	23.854	-0.112	0.141	-0.271
O	-2.911	-0.651	25.311	0.537	0.2	0.224
O	-12.961	-6.367	-6.713	-0.357	0.133	0.078
O	-20.551	-4.183	-2.049	-0.198	0.209	-0.302
O	-2.649	-2.844	-0.293	0.359	0.144	-0.233
O	-0.779	-4.704	-0.642	0.04	0.082	-0.13
O	-14.345	-3.792	24.658	0.346	-0.386	0.094
O	-5.531	-5.435	-0.205	-0.203	-0.449	-0.046
O	-1.311	4.157	-1.251	-0.024	0.087	0.659
O	-0.677	5.52	-5.919	-0.407	-0.055	-0.159
O	28.3	3.673	-5.397	0.705	0.032	-0.334
O	10.293	-1.368	-5.988	0.219	0.155	-0.051
O	-9.606	7.129	-1.92	-0.023	0.056	0.222
O	-25.588	3.849	-1.136	0.62	-0.145	-0.074
O	-0.393	2.344	24.683	-0.015	-0.583	0.326
O	30.719	-0.682	24.86	-0.016	-0.222	-0.353
O	-13.936	0.34	-6.382	0.614	0.135	-0.074
O	26.621	-0.492	-7.149	-0.253	0.115	0.017
O	-24.915	-3.009	-3.433	0.401	-0.118	-0.417
O	-6.625	-1.312	-2.784	-0.607	-0.398	-0.425
O	18.293	-2.637	-3.607	0.052	-0.473	-0.415
O	-14.636	4.028	-6.258	0.174	0.498	0.477
O	27.402	4.626	24.853	0.082	-0.308	-0.11
O	-28.532	-7.049	-5.275	0.436	-0.053	0.005
O	-16.424	-2.723	-4.421	-0.028	-0.431	0.345
O	-31.972	3.42	26.039	-0.326	0.461	-0.058
O	8.431	0.565	-6.263	-0.157	-0.18	0.314
O	18.076	-0.222	-4.57	0.352	0.069	0.379
O	21.334	-6.791	-6.076	-0.318	0.018	0.237
O	6.81	-6.834	-1.767	0.143	-0.132	-0.251
O	28.49	-0.853	-1.178	-0.348	0.486	-0.16
O	-1.892	0.515	23.024	-0.086	0.173	0.419
O	-10.226	-7.839	26.179	0.261	0.176	-0.154
O	-4.359	-0.098	-5.888	-0.159	0.151	-0.238
O	14.157	0.609	-6.914	-0.178	-0.118	-0.035
O	-22.079	-4.326	-5.013	0.064	0.004	0.101
O	5.943	0.345	-7.127	-0.368	0.285	0.075

Results
total energy: -406614.442 eV
total energy less fixed offsets of O -438.25, Si -107.07 eV per atom: -1.642 eV
